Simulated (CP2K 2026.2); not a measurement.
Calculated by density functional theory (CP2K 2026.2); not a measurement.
Periodic cell of 3024 atoms, Si2160O864, from a study of silicon, its oxide and their interface. The atomic structure is a simulated model.
Doubt: the forces sum to 5.40 eV/angstrom along one axis rather than to zero, so they err by at least 0.0018 eV/angstrom per atom on average; the grid cutoff is modest.

Settings: functional PBE; method Gaussian and plane waves; basis set DZVP-MOLOPT-SR-GTH; pseudopotentials GTH-PBE; grid cutoff 300 Ry, relative cutoff 40 Ry; k points Gamma only; occupations fixed; spin none; net charge 0.

Cell vectors (angstrom)
a	97.92	0	0
b	0	16.32	0
c	-1.8977	-0.9266	33.3984

Atoms: element, x, y, z (angstrom)
Si	1.277	-1.193	0.031
Si	3.996	1.557	0.065
Si	1.687	3.702	0.007
Si	3.776	7.19	0.275
Si	1.578	-6.869	0.016
Si	4.453	-4.311	0.165
Si	7.152	-1.666	-0.049
Si	9.355	1.365	-0.332
Si	7.064	3.607	-0.204
Si	9.699	6.495	0.069
Si	6.491	9.676	0.08
Si	-6.905	-3.717	-0.072
Si	-3.629	-1.435	0.182
Si	-0.849	1.063	0.313
Si	-4.311	4.263	-0.09
Si	-1.546	7.193	0.075
Si	-3.761	-6.903	0.028
Si	-1.546	-3.722	0.148
Si	2.843	-0.041	1.346
Si	5.547	2.688	1.354
Si	2.682	5.425	1.33
Si	5.417	8.21	1.532
Si	2.782	-5.4	1.395
Si	5.631	-2.756	1.405
Si	8.259	-0.055	1.238
Si	-5.383	2.662	1.271
Si	8.118	5.254	1.219
Si	-5.334	8.192	1.31
Si	8.176	10.824	1.285
Si	-5.365	-2.601	1.313
Si	-2.498	0	1.572
Si	0.235	2.677	1.531
Si	-2.654	5.423	1.203
Si	0.028	8.29	1.391
Si	-2.665	-5.361	1.402
Si	0.087	-2.665	1.43
Si	1.559	1.295	2.841
Si	4.164	4.116	2.672
Si	1.331	6.794	2.708
Si	4.074	9.571	2.85
Si	1.426	-4.059	2.745
Si	4.193	-1.405	2.694
Si	6.871	1.265	2.665
Si	9.534	3.944	2.597
Si	6.836	6.707	2.65
Si	9.5	9.482	2.709
Si	6.922	12.187	2.772
Si	-6.727	-1.316	2.724
Si	-4.003	1.386	2.7
Si	-1.293	4.095	2.646
Si	-3.984	6.785	2.663
Si	-1.301	-6.699	2.774
Si	-4.09	-4.038	2.707
Si	-1.202	-1.37	2.902
Si	0.137	0.01	4.204
Si	2.875	2.732	4.108
Si	0.002	5.446	4.078
Si	2.716	8.132	4.103
Si	0.07	-5.396	4.132
Si	2.807	-2.718	4.088
Si	5.511	-0.04	4.074
Si	8.203	2.643	4.037
Si	5.486	5.433	4.081
Si	8.162	8.093	4.047
Si	5.499	10.895	4.149
Si	8.251	-2.727	4.087
Si	-5.375	0.036	4.07
Si	-2.654	2.755	4.043
Si	-5.379	5.435	4.023
Si	-2.664	8.17	4.052
Si	-5.446	-5.433	4.023
Si	-2.683	-2.736	4.11
Si	1.34	-1.345	16.327
Si	4.061	1.364	16.391
Si	1.358	4.014	16.298
Si	4.079	6.795	16.361
Si	1.354	-6.796	16.329
Si	4.088	-4.079	16.336
Si	6.783	-1.373	16.426
Si	-6.815	1.327	16.263
Si	6.743	4.075	16.405
Si	-6.811	6.837	16.234
Si	6.787	9.527	16.378
Si	-6.825	-4.076	16.305
Si	-4.101	-1.394	16.307
Si	-1.358	1.35	16.272
Si	-4.064	4.074	16.233
Si	-1.375	6.778	16.259
Si	-4.127	9.52	16.235
Si	-1.374	-4.046	16.304
Si	2.665	0.014	17.723
Si	5.392	2.716	17.812
Si	2.753	5.331	17.644
Si	5.427	8.175	17.737
Si	2.702	-5.4	17.683
Si	5.419	-2.765	17.772
Si	8.149	0.012	17.774
Si	-5.376	2.659	17.558
Si	8.094	5.462	17.737
Si	-5.456	8.176	17.636
Si	8.101	10.894	17.79
Si	-5.474	-2.735	17.702
Si	-2.679	-0.047	17.615
Si	-0.034	2.699	17.674
Si	-2.76	5.456	17.627
Si	-0.002	-8.219	17.624
Si	-2.791	-5.423	17.569
Si	-0.019	-2.688	17.701
Si	1.298	1.372	19.107
Si	4.032	4.081	19.204
Si	1.37	6.656	18.925
Si	4.061	-6.736	19.042
Si	1.333	-4.052	19.051
Si	3.988	-1.409	19.055
Si	6.761	1.332	19.149
Si	-6.736	4.101	18.774
Si	6.742	6.806	19.148
Si	-6.8	9.525	19.021
Si	6.783	-4.071	19.23
Si	9.48	-1.327	19.183
Si	-4.035	1.27	18.951
Si	-1.423	4.087	18.981
Si	-4.104	6.818	19.014
Si	-1.451	-6.825	18.846
Si	-4.08	-4.108	19.042
Si	-1.339	-1.31	19.093
Si	-0.031	0.032	20.56
Si	2.597	2.739	20.535
Si	-0.047	5.415	20.342
Si	2.753	8.03	20.189
Si	-0.091	-5.509	20.18
Si	2.594	-2.673	20.51
Si	5.368	-0.091	20.41
Si	8.114	2.72	20.493
Si	5.418	5.441	20.59
Si	8.057	8.18	20.572
Si	5.337	-5.417	20.568
Si	8.111	-2.633	20.636
Si	-5.351	-0.058	20.38
Si	-2.731	2.654	20.307
Si	-5.476	5.397	20.279
Si	-2.731	-8.114	20.331
Si	-5.457	-5.463	20.443
Si	-2.681	-2.713	20.39
Si	1.534	-1.093	21.964
Si	3.795	1.062	21.657
Si	0.954	3.903	21.827
Si	4.254	7.128	21.777
Si	1.1	-7.153	21.284
Si	4.143	-3.797	21.834
Si	6.395	-1.572	21.951
Si	-6.536	1.622	21.458
Si	6.987	4.233	21.927
Si	-7.097	6.489	21.572
Si	6.494	-6.958	21.926
Si	9.869	-3.801	21.672
Si	-4.231	-1.641	21.79
Si	-1.228	1.636	21.818
Si	-4.322	3.787	21.549
Si	-1.119	7.078	21.588
Si	-3.794	-6.546	21.733
Si	-1.509	-4.337	21.608
Si	0.341	-1.32	24.907
Si	4.228	6.005	26.192
Si	3.287	-7.528	25.597
Si	-5.515	-5.52	-2.126
Si	5.943	-5.564	-5.033
Si	-3.028	-6.707	24.592
Si	6.948	-0.658	24.978
Si	-3.6	-1.371	-6.087
Si	-1.786	-7.17	-3.966
Si	-2.367	-3.96	-6.548
Si	-2.899	5.563	23.713
Si	-8.128	-5.522	23.878
Si	-7.249	4.116	25.324
Si	-7.227	1.205	24.274
Si	5.791	4.368	-3.06
Si	-2.486	-0.207	24.067
Si	10.615	-2.798	-4.566
Si	2.499	-5.574	23.594
Si	7.404	2.678	-7.027
Si	3.549	-4.276	-4.486
Si	3.766	6.555	-2.483
Si	-4.784	0.502	25.961
Si	1.468	3.707	-5.521
Si	8.623	5.42	-6.842
Si	-0.514	-5.09	24.298
Si	-0.116	-5.338	-2.179
Si	-4.217	3.438	-5.707
Si	8.816	-4.857	-5.653
Si	-0.124	-3.246	-4.396
Si	-0.193	-7.395	-6.497
Si	-1.522	-0.761	-3.99
Si	1.257	4.861	-2.784
Si	0.68	6.291	-7.181
Si	7.344	6.43	-4.53
Si	-1.27	6.342	-2.76
Si	2.862	5.221	23.752
Si	-7.679	-7.849	-2.028
Si	-5.729	6.569	24.281
Si	7.419	-3.446	26.136
Si	-5.152	0.015	-2.059
Si	-4.371	-5.837	-4.944
Si	2.608	-7.838	-6.967
Si	3.871	-7.264	-4.266
Si	0.446	1.228	-4.759
Si	-3.139	3.968	-2.884
Si	3.011	1.407	-6.198
Si	-5.939	1.487	-4.31
Si	3.22	-2.418	-2.093
Si	5.388	-0.166	-2.195
Si	-1.222	1.671	-2.516
Si	5.636	1.688	-4.604
Si	1.922	-2.855	-6.576
Si	-7.472	-7.843	25.901
Si	4.918	2.954	23.743
Si	1.468	-1.384	5.506
Si	4.189	1.345	5.463
Si	1.413	4.076	5.406
Si	4.113	6.787	5.443
Si	1.389	9.51	5.47
Si	4.135	12.251	5.484
Si	6.857	-1.392	5.446
Si	9.548	1.323	5.438
Si	6.85	4.037	5.407
Si	-6.783	6.808	5.335
Si	6.829	9.466	5.452
Si	-6.806	12.242	5.38
Si	-4.041	-1.346	5.43
Si	-1.306	1.391	5.439
Si	-4.032	4.094	5.409
Si	-1.334	6.812	5.444
Si	-4.07	-6.8	5.383
Si	-1.327	-4.08	5.477
Si	2.807	0.004	6.834
Si	5.516	2.707	6.822
Si	2.752	5.428	6.797
Si	5.46	8.139	6.824
Si	2.762	10.871	6.818
Si	5.49	-2.718	6.838
Si	8.195	-0.023	6.815
Si	-5.42	2.732	6.749
Si	-8.148	5.448	6.707
Si	-5.438	8.158	6.734
Si	-8.165	10.871	6.724
Si	10.904	-2.73	6.827
Si	-2.679	0.016	6.782
Si	0.052	2.74	6.798
Si	-2.697	5.449	6.791
Si	0.021	8.159	6.818
Si	-2.71	-5.459	6.781
Si	0.048	-2.725	6.825
Si	1.403	1.361	8.158
Si	4.118	4.065	8.156
Si	1.392	6.794	8.162
Si	4.11	9.51	8.185
Si	1.392	-4.098	8.18
Si	4.136	-1.362	8.204
Si	6.85	1.342	8.19
Si	-6.795	4.093	8.092
Si	6.818	6.77	8.175
Si	-6.801	9.518	8.094
Si	6.823	-4.103	8.194
Si	9.538	-1.379	8.191
Si	-4.067	1.368	8.12
Si	-1.329	4.092	8.149
Si	-4.082	6.807	8.123
Si	-1.353	-6.805	8.16
Si	-4.075	-4.079	8.116
Si	-1.327	-1.35	8.149
Si	0.033	0	9.512
Si	2.758	2.716	9.524
Si	0.024	5.443	9.519
Si	2.741	8.152	9.535
Si	0.012	-5.45	9.524
Si	2.751	-2.731	9.535
Si	5.484	-0.002	9.56
Si	-8.167	2.722	9.437
Si	5.456	5.421	9.54
Si	-8.168	8.158	9.449
Si	5.457	-5.45	9.556
Si	8.176	-2.735	9.556
Si	-5.445	0	9.458
Si	-2.706	2.721	9.487
Si	-5.443	5.441	9.475
Si	-2.721	8.154	9.501
Si	-5.444	-5.442	9.464
Si	-2.709	-2.721	9.482
Si	1.38	-1.37	10.88
Si	4.108	1.358	10.9
Si	1.387	4.078	10.871
Si	4.097	6.788	10.897
Si	1.372	9.513	10.89
Si	4.096	-4.086	10.913
Si	6.823	-1.371	10.926
Si	-6.809	1.362	10.812
Si	-9.529	4.085	10.799
Si	-6.813	6.802	10.824
Si	-9.538	9.525	10.798
Si	9.525	-4.094	10.922
Si	-4.084	-1.36	10.826
Si	-1.348	1.358	10.85
Si	-4.08	4.077	10.838
Si	-1.351	6.803	10.865
Si	-4.088	9.524	10.841
Si	-1.356	-4.078	10.862
Si	2.746	-0.017	12.24
Si	5.454	2.71	12.281
Si	2.73	5.433	12.253
Si	5.445	8.146	12.271
Si	2.725	10.874	12.262
Si	5.449	-2.723	12.282
Si	8.163	-0.006	12.301
Si	-5.451	2.714	12.191
Si	-8.177	5.441	12.181
Si	-5.456	8.163	12.19
Si	-8.184	10.89	12.16
Si	10.867	-2.727	12.298
Si	-2.725	-0.003	12.194
Si	0.022	2.706	12.209
Si	-2.717	5.432	12.202
Si	0.004	8.156	12.244
Si	-2.726	-5.441	12.21
Si	0.005	-2.726	12.233
Si	1.373	1.339	13.575
Si	4.082	4.075	13.624
Si	1.365	6.793	13.61
Si	4.08	9.507	13.623
Si	1.365	-4.076	13.614
Si	4.092	-1.353	13.639
Si	6.795	1.349	13.668
Si	-6.82	4.075	13.547
Si	6.8	6.796	13.647
Si	-6.831	9.538	13.525
Si	6.8	-4.085	13.646
Si	9.509	-1.368	13.669
Si	-4.09	1.349	13.557
Si	-1.342	4.068	13.549
Si	-4.089	6.797	13.543
Si	-1.363	9.531	13.584
Si	-4.1	-4.082	13.556
Si	-1.374	-1.36	13.569
Si	0	-0.01	14.925
Si	2.728	2.678	14.953
Si	0.005	5.405	14.941
Si	2.72	8.152	14.985
Si	-0.008	-5.432	14.966
Si	2.721	-2.71	14.986
Si	5.436	-0.007	15.044
Si	8.13	2.722	15.044
Si	5.431	5.435	14.998
Si	8.149	8.171	15.012
Si	5.435	10.866	14.989
Si	8.136	-2.723	15.035
Si	-5.445	-0.029	14.916
Si	-2.704	2.71	14.894
Si	-5.453	5.44	14.899
Si	-2.734	8.155	14.91
Si	-5.489	-5.43	14.903
Si	-2.741	-2.723	14.92
Si	17.443	-1.242	-0.066
Si	20.118	1.536	-0.107
Si	17.953	3.886	-0.094
Si	20.136	7.082	0.263
Si	17.864	-7.092	0.303
Si	20.774	-4.237	0.199
Si	23.393	-1.729	0.243
Si	25.673	1.647	0.139
Si	23.444	3.856	-0.049
Si	26.053	6.516	0.235
Si	22.839	9.743	0.097
Si	9.331	12.393	-0.065
Si	12.515	-1.712	-0.006
Si	15.179	0.972	0.154
Si	11.995	4.353	-0.079
Si	14.735	7.16	0.319
Si	12.373	9.209	0.222
Si	14.637	-4.003	0.106
Si	19.05	-0.083	1.25
Si	21.77	2.686	1.19
Si	19.004	5.396	1.404
Si	21.75	8.208	1.496
Si	19.076	-5.4	1.383
Si	21.904	-2.831	1.661
Si	24.497	0.005	1.361
Si	10.885	2.614	1.084
Si	24.466	5.363	1.47
Si	10.83	8.023	1.466
Si	24.503	10.861	1.363
Si	10.89	-2.794	1.309
Si	13.593	-0.152	1.403
Si	16.347	2.706	1.247
Si	13.572	5.414	1.354
Si	16.31	8.178	1.675
Si	13.508	-5.491	1.489
Si	16.304	-2.813	1.301
Si	17.702	1.319	2.653
Si	20.446	4.037	2.67
Si	17.661	6.698	2.855
Si	20.387	9.559	2.833
Si	17.676	-4.086	2.724
Si	20.401	-1.378	2.723
Si	23.07	1.342	2.679
Si	25.812	4.072	2.888
Si	23.112	6.781	2.768
Si	25.831	9.493	2.748
Si	23.243	12.129	2.933
Si	9.593	-1.371	2.669
Si	12.219	1.326	2.598
Si	14.969	4.031	2.651
Si	12.238	6.716	2.805
Si	14.93	-6.742	2.895
Si	12.165	-4.117	2.788
Si	14.984	-1.464	2.751
Si	16.332	-0.03	4.058
Si	19.064	2.675	4.04
Si	16.271	5.35	4.134
Si	19.03	8.134	4.146
Si	16.336	-5.4	4.169
Si	19.026	-2.719	4.092
Si	21.738	-0.002	4.089
Si	24.419	2.669	4.132
Si	21.742	5.41	4.099
Si	24.476	8.139	4.127
Si	21.772	10.844	4.224
Si	24.542	-2.709	4.185
Si	10.911	-0.004	4.048
Si	13.59	2.669	3.999
Si	10.849	5.324	4.059
Si	13.577	8.123	4.156
Si	10.837	-5.495	4.124
Si	13.588	-2.771	4.117
Si	17.636	-1.333	16.369
Si	20.364	1.42	16.376
Si	17.66	4.087	16.377
Si	20.388	6.817	16.392
Si	17.644	-6.792	16.397
Si	20.401	-4.071	16.364
Si	23.088	-1.343	16.349
Si	9.501	1.357	16.392
Si	23.063	4.119	16.361
Si	9.481	6.803	16.384
Si	23.126	9.538	16.422
Si	9.482	-4.079	16.41
Si	12.216	-1.333	16.375
Si	14.951	1.394	16.343
Si	12.186	4.085	16.393
Si	14.917	6.804	16.398
Si	12.203	-6.802	16.396
Si	14.965	-4.053	16.364
Si	18.947	0.095	17.697
Si	21.709	2.788	17.764
Si	19.044	5.425	17.735
Si	21.754	8.171	17.765
Si	19.021	-5.404	17.718
Si	21.753	-2.704	17.724
Si	24.459	0.013	17.691
Si	10.858	2.698	17.772
Si	24.443	5.487	17.681
Si	10.813	8.172	17.767
Si	24.521	10.888	17.786
Si	10.825	-2.666	17.733
Si	13.625	0.025	17.694
Si	16.267	2.761	17.736
Si	13.501	5.484	17.754
Si	16.298	-8.179	17.763
Si	13.63	-5.445	17.69
Si	16.3	-2.69	17.765
Si	17.635	1.465	19.143
Si	20.381	4.151	19.202
Si	17.672	6.735	19.092
Si	20.357	-6.768	19.076
Si	17.671	-4.066	19.105
Si	20.301	-1.31	18.961
Si	23.117	1.401	19.024
Si	9.432	4.073	19.068
Si	23.15	6.829	19.134
Si	9.435	9.51	19.141
Si	23.179	-4.021	19.1
Si	25.775	-1.354	19.081
Si	12.278	1.315	19.092
Si	14.856	4.108	19.066
Si	12.14	6.827	19.162
Si	14.927	-6.819	19.113
Si	12.295	-4.008	18.954
Si	15.005	-1.236	19.116
Si	16.313	0.114	20.574
Si	18.93	2.87	20.564
Si	16.175	5.467	20.428
Si	19.063	8.091	20.419
Si	16.392	-5.51	20.448
Si	18.967	-2.606	20.415
Si	21.662	0.067	20.254
Si	24.527	2.741	20.334
Si	21.819	5.479	20.554
Si	24.529	8.161	20.557
Si	21.782	-5.398	20.363
Si	24.466	-2.655	20.582
Si	10.975	-0.042	20.5
Si	13.565	2.723	20.461
Si	10.733	5.448	20.462
Si	13.476	8.212	20.525
Si	10.865	10.999	20.24
Si	13.63	-2.629	20.357
Si	17.97	-0.99	21.865
Si	20.19	1.236	21.655
Si	17.245	3.995	21.878
Si	20.746	7.175	21.81
Si	17.42	-7.236	21.729
Si	20.6	-3.782	21.55
Si	22.696	-1.465	21.653
Si	9.798	1.591	21.663
Si	23.453	4.245	21.752
Si	9.146	6.529	21.853
Si	22.951	-6.878	21.759
Si	26.121	-3.816	21.868
Si	12.136	-1.632	21.878
Si	15.105	1.672	21.912
Si	11.928	3.86	21.685
Si	15.028	7.01	21.8
Si	12.388	9.992	21.65
Si	14.816	-4.218	21.55
Si	16.892	-0.792	24.749
Si	20.497	5.737	24.52
Si	22.023	-4.445	-3.797
Si	10.513	-5.962	-2.098
Si	20.051	-4.409	24.412
Si	12.787	-6.08	24.535
Si	21.063	1.101	26.032
Si	15.611	-3.559	-6.863
Si	14.923	-6.719	-3.921
Si	15.648	-6.564	-6.744
Si	13.196	5.656	23.965
Si	8.393	-5.388	23.943
Si	9.43	4.052	25.551
Si	9.387	1.039	24.56
Si	22.728	4.782	-3.028
Si	15.417	-4.697	24.362
Si	23.088	-2.249	-5.452
Si	18.036	-6.366	24.6
Si	22.714	1.833	-4.234
Si	19.262	-3.865	-4.937
Si	20.421	6.686	-2.705
Si	13.76	1.447	-7.135
Si	17.817	3.287	-5.477
Si	23.227	6.164	26.082
Si	13.959	-0.257	24.149
Si	16.499	-5.449	-1.863
Si	13.344	4.204	-5.689
Si	22.874	-3.607	25.482
Si	17.458	-2.873	-2.633
Si	17.719	7.61	-6.818
Si	15.399	-1.731	-4.295
Si	17.667	5.274	-2.98
Si	15.94	5.386	-6.609
Si	24.131	7.132	-4.403
Si	15.105	6.805	-2.556
Si	17.763	4.942	24.787
Si	8.192	-8.086	-2.09
Si	10.464	6.735	24.575
Si	22.995	-0.683	24.576
Si	10.968	-0.426	-2.513
Si	12.32	-5.158	-4.471
Si	19.471	-6.608	-6.118
Si	21.734	-7.332	-4.255
Si	17.323	0.753	-3.983
Si	13.515	4.352	-2.744
Si	17.963	1.906	25.788
Si	13.269	0.296	-4.364
Si	21.493	-2.318	-1.915
Si	24.609	-0.322	-3.716
Si	15.088	1.993	-2.59
Si	20.347	0.265	-3.03
Si	20.511	-1.785	-6.982
Si	11.191	-6.276	-7.105
Si	21.645	2.948	23.857
Si	17.672	-1.365	5.463
Si	20.391	1.349	5.464
Si	17.684	4.011	5.442
Si	20.395	6.769	5.484
Si	17.669	9.504	5.495
Si	20.383	12.25	5.49
Si	23.104	-1.359	5.473
Si	25.798	1.354	5.518
Si	23.091	4.062	5.484
Si	9.526	6.742	5.42
Si	23.121	9.467	5.537
Si	9.539	-4.1	5.487
Si	12.25	-1.364	5.443
Si	14.948	1.329	5.404
Si	12.244	4.012	5.419
Si	14.946	6.754	5.488
Si	12.214	-6.834	5.491
Si	14.949	-4.079	5.515
Si	19.027	-0.007	6.83
Si	21.73	2.712	6.847
Si	19.012	5.408	6.82
Si	21.747	8.115	6.874
Si	19.029	10.874	6.848
Si	21.739	-2.709	6.847
Si	24.448	-0.011	6.867
Si	10.894	2.681	6.813
Si	8.173	5.406	6.8
Si	10.861	8.11	6.822
Si	8.171	-5.472	6.825
Si	27.211	-2.718	6.896
Si	13.603	-0.01	6.812
Si	16.302	2.678	6.803
Si	13.571	5.393	6.816
Si	16.303	8.135	6.84
Si	13.589	-5.468	6.844
Si	16.31	-2.709	6.851
Si	17.656	1.343	8.192
Si	20.37	4.071	8.205
Si	17.667	6.778	8.195
Si	20.386	9.509	8.208
Si	17.662	-4.087	8.205
Si	20.379	-1.356	8.209
Si	23.092	1.361	8.216
Si	9.536	4.057	8.172
Si	23.107	6.773	8.23
Si	9.524	9.49	8.19
Si	23.09	-4.078	8.215
Si	25.818	-1.361	8.228
Si	12.243	1.337	8.19
Si	14.948	4.051	8.175
Si	12.229	6.767	8.187
Si	14.947	-6.824	8.205
Si	12.245	-4.092	8.202
Si	14.947	-1.356	8.204
Si	16.303	-0.003	9.57
Si	19.006	2.714	9.56
Si	16.293	5.426	9.548
Si	19.016	8.153	9.563
Si	16.302	-5.45	9.566
Si	19.019	-2.724	9.567
Si	21.733	0.003	9.575
Si	8.186	2.709	9.556
Si	21.729	5.428	9.577
Si	8.162	8.139	9.55
Si	21.736	-5.442	9.574
Si	24.453	-2.721	9.579
Si	10.881	-0.014	9.56
Si	13.589	2.708	9.554
Si	10.872	5.422	9.555
Si	13.582	8.138	9.555
Si	10.878	-5.457	9.554
Si	13.593	-2.726	9.567
Si	17.658	-1.366	10.929
Si	20.37	1.365	10.926
Si	17.649	4.08	10.921
Si	20.376	6.803	10.931
Si	17.661	9.515	10.934
Si	20.377	-4.079	10.933
Si	23.093	-1.356	10.937
Si	9.526	1.347	10.93
Si	6.811	4.065	10.911
Si	9.518	6.786	10.921
Si	6.81	-6.815	10.917
Si	25.818	-4.078	10.934
Si	12.228	-1.37	10.931
Si	14.942	1.359	10.927
Si	12.229	4.071	10.922
Si	14.943	6.791	10.923
Si	12.231	9.506	10.923
Si	14.946	-4.088	10.932
Si	19.014	0.003	12.284
Si	21.725	2.728	12.29
Si	18.999	5.453	12.283
Si	21.736	8.166	12.296
Si	19.025	10.879	12.297
Si	21.73	-2.713	12.297
Si	24.45	0.007	12.299
Si	10.864	2.723	12.292
Si	8.153	5.433	12.282
Si	10.869	8.153	12.289
Si	8.16	-5.446	12.283
Si	27.179	-2.719	12.289
Si	13.577	0.005	12.287
Si	16.292	2.726	12.291
Si	13.579	5.44	12.287
Si	16.292	8.161	12.295
Si	13.578	-5.445	12.293
Si	16.3	-2.724	12.295
Si	17.656	1.364	13.64
Si	20.363	4.102	13.636
Si	17.652	6.811	13.667
Si	20.383	9.521	13.669
Si	17.674	-4.072	13.656
Si	20.373	-1.341	13.657
Si	23.086	1.375	13.652
Si	9.49	4.072	13.66
Si	23.105	6.823	13.662
Si	9.514	-6.799	13.652
Si	23.092	-4.081	13.645
Si	25.816	-1.362	13.644
Si	12.225	1.374	13.652
Si	14.939	4.094	13.655
Si	12.217	6.792	13.659
Si	14.933	9.524	13.663
Si	12.217	-4.088	13.664
Si	14.926	-1.362	13.644
Si	16.285	0.007	14.989
Si	19.006	2.742	14.992
Si	16.288	5.453	15.03
Si	19.014	8.172	15.035
Si	16.312	-5.43	15.01
Si	19.023	-2.698	15.025
Si	21.72	0.033	15.02
Si	24.438	2.739	15.015
Si	21.719	5.467	14.994
Si	24.468	8.191	15.026
Si	21.759	10.875	15.026
Si	24.445	-2.719	15
Si	10.865	0.018	15.01
Si	13.568	2.75	15.016
Si	10.839	5.439	15.019
Si	13.566	8.161	15.025
Si	10.85	-5.435	15.037
Si	13.569	-2.715	15.019
Si	33.799	-0.998	0.18
Si	36.353	1.451	0.055
Si	34.233	3.816	0.051
Si	36.422	7.129	0.229
Si	34.16	-7.025	0.142
Si	36.984	-4.316	0.338
Si	39.567	-1.855	0.087
Si	41.947	1.642	0.151
Si	39.758	3.872	-0.001
Si	42.297	6.554	0.169
Si	39.126	9.748	0.131
Si	25.705	12.493	0.126
Si	28.746	-1.656	0.084
Si	31.544	1.175	0.514
Si	28.213	4.26	0.031
Si	31.024	7.1	0.128
Si	28.841	9.366	0.199
Si	30.947	-3.887	0.142
Si	35.35	0.01	1.593
Si	38.068	2.675	1.192
Si	35.311	5.435	1.398
Si	38.027	8.214	1.511
Si	35.309	-5.461	1.463
Si	38.151	-2.823	1.673
Si	40.7	-0.054	1.235
Si	27.172	2.763	1.51
Si	40.771	5.393	1.485
Si	27.231	8.155	1.424
Si	40.803	-5.464	1.378
Si	27.223	-2.721	1.51
Si	29.86	-0.077	1.477
Si	32.741	2.796	1.594
Si	29.89	5.404	1.305
Si	32.607	8.167	1.484
Si	29.91	-5.412	1.579
Si	32.626	-2.713	1.321
Si	34.039	1.39	2.953
Si	36.751	4.057	2.671
Si	33.945	6.754	2.806
Si	36.675	9.544	2.877
Si	33.962	-4.047	2.751
Si	36.738	-1.381	2.857
Si	39.377	1.318	2.652
Si	42.129	4.095	2.881
Si	39.402	6.793	2.778
Si	42.129	-6.826	2.749
Si	39.538	-4.169	2.922
Si	25.859	-1.309	2.794
Si	28.538	1.349	2.794
Si	31.248	4.134	2.778
Si	28.583	6.768	2.77
Si	31.314	-6.765	2.87
Si	28.503	-4.107	2.898
Si	31.272	-1.413	2.806
Si	32.609	-0.017	4.183
Si	35.438	2.766	4.183
Si	32.591	5.449	4.187
Si	35.32	8.13	4.164
Si	32.662	-5.399	4.187
Si	35.332	-2.73	4.155
Si	38.089	0.021	4.149
Si	40.735	2.662	4.098
Si	38.052	5.412	4.108
Si	40.778	-8.174	4.127
Si	38.078	-5.461	4.225
Si	40.849	-2.701	4.172
Si	27.19	0.022	4.183
Si	29.916	2.721	4.125
Si	27.206	5.454	4.174
Si	29.923	8.144	4.156
Si	27.141	-5.482	4.189
Si	29.915	-2.743	4.196
Si	33.979	-1.331	16.372
Si	36.717	1.422	16.341
Si	34.028	4.09	16.347
Si	36.749	6.803	16.389
Si	33.99	-6.789	16.378
Si	36.739	-4.074	16.366
Si	39.43	-1.374	16.32
Si	25.824	1.358	16.326
Si	39.431	4.099	16.364
Si	25.842	6.85	16.386
Si	39.473	-6.797	16.408
Si	25.81	-4.091	16.344
Si	28.534	-1.387	16.353
Si	31.302	1.399	16.316
Si	28.56	4.126	16.346
Si	31.287	6.855	16.358
Si	28.562	-6.789	16.385
Si	31.263	-4.06	16.38
Si	35.316	0.108	17.672
Si	38.052	2.771	17.748
Si	35.411	5.404	17.728
Si	38.109	8.164	17.758
Si	35.356	-5.418	17.707
Si	38.106	-2.721	17.718
Si	40.772	-0.011	17.661
Si	27.217	2.704	17.644
Si	40.816	5.474	17.671
Si	27.203	8.204	17.783
Si	40.847	-5.462	17.797
Si	27.125	-2.732	17.709
Si	29.966	-0.014	17.609
Si	32.639	2.77	17.697
Si	29.883	5.547	17.696
Si	32.652	-8.148	17.762
Si	29.932	-5.442	17.744
Si	32.619	-2.699	17.744
Si	33.987	1.456	19.112
Si	36.725	4.105	19.209
Si	34.051	6.755	19.048
Si	36.7	-6.776	19.064
Si	33.996	-4.074	19.074
Si	36.688	-1.281	18.934
Si	39.439	1.378	19.016
Si	25.829	4.084	18.929
Si	39.487	6.795	19.116
Si	25.89	9.543	19.215
Si	39.479	-4.068	19.126
Si	42.095	-1.404	18.996
Si	28.609	1.302	18.935
Si	31.26	4.189	18.975
Si	28.567	6.868	19.159
Si	31.31	-6.775	19.151
Si	28.493	-4.102	19.037
Si	31.285	-1.276	19.076
Si	32.627	0.092	20.485
Si	35.285	2.813	20.596
Si	32.613	5.488	20.398
Si	35.411	8.094	20.405
Si	32.735	-5.433	20.524
Si	35.292	-2.568	20.3
Si	38.015	0.055	20.321
Si	40.912	2.739	20.214
Si	38.15	5.454	20.544
Si	40.865	8.107	20.543
Si	38.038	-5.413	20.426
Si	40.829	-2.691	20.526
Si	27.245	-0.019	20.312
Si	29.923	2.746	20.204
Si	27.147	5.409	20.331
Si	29.929	8.22	20.579
Si	27.27	10.894	20.602
Si	29.818	-2.645	20.273
Si	34.199	-1.076	21.803
Si	36.443	1.11	21.727
Si	33.632	4.012	21.887
Si	37.045	7.124	21.829
Si	33.861	-7.154	21.771
Si	36.875	-3.683	21.542
Si	39.131	-1.485	21.658
Si	26.134	1.574	21.56
Si	39.824	4.196	21.642
Si	25.658	6.464	21.792
Si	39.247	-6.951	21.721
Si	42.457	-3.856	21.821
Si	28.306	-1.553	21.74
Si	31.449	1.765	21.649
Si	28.314	3.776	21.506
Si	31.539	7.033	21.797
Si	28.974	9.875	21.995
Si	31.07	-4.113	21.519
Si	32.136	-2.159	23.826
Si	34.017	5.368	24.805
Si	37.695	-4.614	-4.301
Si	27.048	-5.65	-1.89
Si	36.283	-3.813	24.479
Si	29.543	-6.557	25.027
Si	37.716	1.204	26.059
Si	29.418	-1.137	-5.965
Si	30.764	-7.619	-4.001
Si	30.189	-3.971	-6.139
Si	29.826	5.348	23.825
Si	24.668	-5.55	24.092
Si	25.37	3.992	25.496
Si	25.417	1.089	24.43
Si	39.141	4.747	-2.963
Si	30.016	0.087	23.841
Si	39.478	-2.439	-5.378
Si	34.542	-6.105	24.499
Si	39.218	1.948	-4.412
Si	35.16	-3.37	-5.44
Si	36.731	6.453	-2.655
Si	28.078	0.606	26.055
Si	34.292	3.197	-5.415
Si	39.547	6.152	26.047
Si	32.091	-4.696	25.259
Si	32.304	-5.76	-2.066
Si	28.32	3.221	-5.568
Si	39.228	-3.525	25.563
Si	32.561	-3.562	-4.072
Si	32.701	-7.792	-6.509
Si	31.229	-1.129	-3.528
Si	34.066	4.912	-2.884
Si	31.471	4.549	26.168
Si	40.342	7.158	-4.481
Si	31.355	6.049	-2.741
Si	36.855	5.602	24.451
Si	24.844	-7.87	-1.805
Si	27.09	6.386	24.541
Si	39.539	-0.686	24.672
Si	26.953	-0.145	-2.045
Si	28.263	-5.875	-4.742
Si	35.608	-7.495	-7.05
Si	37.619	-7.756	-4.662
Si	33.404	0.822	-3.955
Si	29.332	3.616	-2.79
Si	36.912	1.811	-6.262
Si	27.126	0.42	-4.96
Si	37.468	-2.651	-1.991
Si	40.813	-0.506	-3.674
Si	31.134	1.416	-2.261
Si	35.601	-0.446	-2.225
Si	37.058	-1.185	-6.728
Si	25.394	-7.919	25.924
Si	38.03	2.875	23.717
Si	33.985	-1.369	5.525
Si	36.75	1.373	5.533
Si	34.003	4.092	5.506
Si	36.7	6.77	5.494
Si	33.998	9.522	5.526
Si	36.703	-4.074	5.526
Si	39.446	-1.354	5.5
Si	42.117	1.356	5.49
Si	39.414	4.054	5.471
Si	25.834	6.805	5.514
Si	39.433	-6.839	5.533
Si	25.849	-4.082	5.559
Si	28.557	-1.352	5.525
Si	31.259	1.367	5.513
Si	28.554	4.069	5.507
Si	31.263	6.812	5.548
Si	28.543	-6.827	5.514
Si	31.275	-4.084	5.552
Si	35.359	0.004	6.861
Si	38.089	2.727	6.89
Si	35.343	5.447	6.881
Si	38.066	-8.199	6.868
Si	35.362	-5.446	6.883
Si	38.07	-2.703	6.861
Si	40.795	-0.007	6.872
Si	27.173	2.723	6.861
Si	24.46	5.426	6.846
Si	27.184	8.154	6.887
Si	24.459	-5.448	6.88
Si	43.535	-2.719	6.864
Si	29.902	0.016	6.882
Si	32.643	2.719	6.859
Si	29.906	5.429	6.879
Si	32.628	8.177	6.889
Si	29.903	-5.456	6.877
Si	32.633	-2.718	6.898
Si	33.998	1.361	8.222
Si	36.712	4.085	8.23
Si	33.993	6.815	8.238
Si	36.724	-6.812	8.226
Si	33.997	-4.086	8.239
Si	36.714	-1.353	8.228
Si	39.445	1.358	8.233
Si	25.819	4.082	8.221
Si	39.437	6.774	8.216
Si	25.825	9.521	8.237
Si	39.423	-4.077	8.219
Si	42.16	-1.368	8.219
Si	28.531	1.369	8.231
Si	31.279	4.078	8.226
Si	28.544	6.789	8.236
Si	31.266	-6.796	8.246
Si	28.562	-4.083	8.244
Si	31.269	-1.346	8.234
Si	32.635	0.009	9.586
Si	35.357	2.722	9.581
Si	32.631	5.447	9.584
Si	35.357	-8.149	9.593
Si	32.634	-5.436	9.597
Si	35.359	-2.722	9.586
Si	38.08	0.001	9.583
Si	24.454	2.722	9.577
Si	38.077	5.437	9.588
Si	24.459	8.154	9.583
Si	38.076	-5.443	9.582
Si	40.795	-2.725	9.574
Si	27.173	0.007	9.587
Si	29.904	2.726	9.582
Si	27.178	5.438	9.59
Si	29.906	8.155	9.588
Si	27.186	-5.438	9.589
Si	29.916	-2.71	9.593
Si	33.994	-1.359	10.937
Si	36.724	1.366	10.935
Si	33.998	4.089	10.934
Si	36.724	-9.509	10.94
Si	34	-6.79	10.956
Si	36.717	-4.083	10.946
Si	39.438	-1.365	10.938
Si	25.814	1.369	10.946
Si	23.094	4.082	10.939
Si	25.82	6.802	10.944
Si	23.098	-6.799	10.935
Si	42.161	-4.087	10.921
Si	28.541	-1.352	10.94
Si	31.27	1.37	10.938
Si	28.545	4.085	10.947
Si	31.275	6.809	10.946
Si	28.546	9.52	10.94
Si	31.278	-4.068	10.947
Si	35.361	0.003	12.28
Si	38.087	2.724	12.292
Si	35.357	5.457	12.287
Si	38.084	-8.153	12.302
Si	35.362	-5.434	12.32
Si	38.078	-2.722	12.301
Si	40.8	-0.008	12.294
Si	27.175	2.733	12.306
Si	24.451	5.451	12.299
Si	27.182	8.166	12.297
Si	24.461	-5.437	12.292
Si	43.528	-2.739	12.278
Si	29.905	0.012	12.293
Si	32.635	2.734	12.288
Si	29.91	5.454	12.296
Si	32.637	8.171	12.307
Si	29.911	-5.435	12.285
Si	32.638	-2.713	12.307
Si	34.004	1.366	13.627
Si	36.729	4.105	13.629
Si	34.007	6.815	13.66
Si	36.729	-6.801	13.675
Si	34.003	-4.064	13.673
Si	36.713	-1.35	13.649
Si	39.446	1.362	13.651
Si	25.81	4.099	13.663
Si	39.457	-9.506	13.655
Si	25.826	-6.788	13.653
Si	39.442	-4.096	13.642
Si	42.165	-1.386	13.634
Si	28.551	1.376	13.654
Si	31.289	4.109	13.646
Si	28.551	6.816	13.652
Si	31.274	9.545	13.652
Si	28.544	-4.085	13.637
Si	31.26	-1.354	13.648
Si	32.64	0.011	14.978
Si	35.364	2.746	14.963
Si	32.646	5.466	15.02
Si	35.366	8.162	15.036
Si	32.632	-5.422	15.024
Si	35.364	-2.697	15.029
Si	38.067	0.017	15.002
Si	40.803	2.72	15.017
Si	38.087	5.456	14.997
Si	40.819	-8.138	15.009
Si	38.103	-5.448	15.029
Si	40.808	-2.749	14.995
Si	27.19	-0.007	14.99
Si	29.92	2.76	14.99
Si	27.177	5.472	15.009
Si	29.912	8.188	15.001
Si	27.197	-5.438	15.01
Si	29.899	-2.732	14.995
Si	50.087	-0.945	0.114
Si	52.583	1.562	0.103
Si	50.531	3.971	0.122
Si	52.787	7.133	0.078
Si	50.489	-7.03	0.036
Si	53.347	-4.237	0.251
Si	55.901	-1.701	0.254
Si	58.226	1.334	0.302
Si	55.992	3.499	-0.175
Si	-39.268	6.484	-0.066
Si	-42.468	9.802	0.083
Si	42.002	-3.849	0.127
Si	45.033	-1.651	0.067
Si	47.837	1.236	0.462
Si	44.472	4.297	-0.027
Si	47.287	7.128	0.089
Si	45.1	-6.919	0.164
Si	47.24	-3.874	0.074
Si	51.617	0.031	1.567
Si	54.343	2.619	1.263
Si	51.697	5.516	1.409
Si	-43.573	8.232	1.411
Si	51.64	-5.427	1.331
Si	54.474	-2.829	1.697
Si	56.956	-0.075	1.578
Si	43.462	2.785	1.483
Si	-40.905	5.306	1.135
Si	43.495	-8.148	1.381
Si	-40.79	10.926	1.308
Si	43.514	-2.718	1.493
Si	46.162	-0.046	1.424
Si	49.023	2.848	1.576
Si	46.156	5.425	1.265
Si	48.931	8.176	1.403
Si	46.201	-5.388	1.526
Si	48.927	-2.692	1.238
Si	50.316	1.417	2.924
Si	53.085	4.089	2.675
Si	50.266	6.798	2.768
Si	-44.939	9.555	2.775
Si	50.273	-4.045	2.655
Si	53.023	-1.371	2.821
Si	55.597	1.331	2.805
Si	-39.526	4.04	2.645
Si	-42.171	6.743	2.584
Si	-39.447	9.492	2.608
Si	-42.048	12.142	2.912
Si	42.109	-1.303	2.725
Si	44.835	1.365	2.754
Si	47.517	4.159	2.75
Si	44.859	6.788	2.727
Si	47.622	-6.759	2.792
Si	44.807	-4.099	2.871
Si	47.577	-1.396	2.742
Si	48.906	-0.012	4.143
Si	51.74	2.776	4.147
Si	48.901	5.466	4.13
Si	-46.282	8.169	4.11
Si	48.975	-5.393	4.108
Si	51.626	-2.742	4.095
Si	54.329	-0.015	4.2
Si	-40.857	2.706	4.055
Si	-43.498	5.442	4.041
Si	-40.807	8.117	3.968
Si	-43.529	10.833	4.161
Si	-40.734	-2.74	4.186
Si	43.47	0.023	4.117
Si	46.211	2.729	4.098
Si	43.518	5.471	4.161
Si	46.232	8.155	4.094
Si	43.456	-5.48	4.169
Si	46.226	-2.729	4.146
Si	50.344	-1.412	16.291
Si	53.077	1.337	16.252
Si	50.343	4.047	16.286
Si	-44.842	6.762	16.269
Si	50.329	-6.843	16.334
Si	53.101	-4.099	16.275
Si	55.804	-1.381	16.249
Si	42.184	1.333	16.335
Si	-42.134	4.049	16.252
Si	42.192	-9.487	16.357
Si	-42.094	9.483	16.282
Si	42.161	-4.131	16.352
Si	44.887	-1.413	16.332
Si	47.623	1.345	16.235
Si	44.929	4.086	16.313
Si	47.627	6.758	16.356
Si	44.903	-6.83	16.372
Si	47.626	-4.123	16.344
Si	51.719	-0.032	17.591
Si	54.422	2.688	17.628
Si	51.731	5.393	17.625
Si	-43.471	8.106	17.619
Si	51.726	-5.452	17.614
Si	54.464	-2.734	17.626
Si	57.16	-0.018	17.595
Si	43.618	2.674	17.633
Si	-40.724	5.437	17.515
Si	43.551	-8.164	17.771
Si	-40.649	10.806	17.597
Si	43.504	-2.773	17.692
Si	46.321	-0.043	17.588
Si	48.932	2.707	17.611
Si	46.252	5.426	17.74
Si	48.997	-8.231	17.727
Si	46.277	-5.483	17.721
Si	49.007	-2.777	17.69
Si	50.302	1.321	18.885
Si	53.065	4.044	19.002
Si	50.38	6.674	19.044
Si	53.046	-6.851	18.935
Si	50.418	-4.117	19.035
Si	53.073	-1.365	18.978
Si	55.794	1.325	18.96
Si	42.251	4.085	18.892
Si	-42.05	6.742	18.925
Si	42.225	-6.827	19.197
Si	55.934	-4.115	18.863
Si	58.53	-1.362	18.947
Si	44.996	1.275	18.96
Si	47.593	4.008	19.061
Si	44.914	-9.519	19.141
Si	47.638	-6.861	19.089
Si	44.884	-4.121	19.053
Si	47.648	-1.366	18.996
Si	49.055	-0.049	20.333
Si	51.575	2.704	20.245
Si	48.977	5.33	20.427
Si	51.749	8.07	20.357
Si	49.111	-5.525	20.381
Si	51.74	-2.725	20.398
Si	54.423	0.015	20.351
Si	57.208	2.737	20.169
Si	54.549	5.347	20.283
Si	-40.711	8.057	20.377
Si	54.565	-5.512	20.103
Si	57.219	-2.761	20.302
Si	43.547	-0.066	20.199
Si	46.322	2.545	20.431
Si	43.552	5.349	20.383
Si	46.27	-8.182	20.549
Si	43.609	-5.466	20.561
Si	46.232	-2.664	20.317
Si	50.622	-1.096	21.739
Si	52.738	1.197	21.527
Si	50.037	3.696	21.755
Si	53.497	7.001	21.516
Si	50.138	-7.209	21.725
Si	53.463	-3.956	21.381
Si	55.588	-1.645	21.54
Si	42.478	1.553	21.455
Si	56.055	4.126	21.645
Si	42.005	6.411	21.801
Si	55.625	-7.009	21.558
Si	58.816	-3.862	21.657
Si	44.591	-1.562	21.64
Si	47.908	1.366	21.784
Si	44.708	3.716	21.629
Si	47.858	-9.415	21.757
Si	45.318	-6.476	21.926
Si	47.53	-4.207	21.456
Si	-47.66	-2.407	24.464
Si	-44.891	6.649	24.421
Si	-43.733	-4.234	-3.827
Si	43.297	-5.646	-1.933
Si	-45.46	-4.408	24.058
Si	45.95	-6.147	24.934
Si	-45.112	3.089	26.168
Si	45.658	-1.148	-6.005
Si	47.01	-7.52	-4.173
Si	46.446	-3.969	-6.149
Si	46.146	5.355	23.935
Si	40.946	-5.56	24.023
Si	41.723	3.99	25.425
Si	41.814	1.215	24.27
Si	-42.14	2.867	-3.21
Si	46.307	-0.381	23.907
Si	-42.004	-2.631	-5.577
Si	-46.447	-7.013	24.553
Si	-42.763	5.369	-4.576
Si	-46.173	-3.288	-5.231
Si	-44.869	6.615	-2.826
Si	44.422	0.602	25.939
Si	-47.012	3.517	-5.208
Si	-42.067	6.488	25.893
Si	47.532	-3.303	24.35
Si	48.624	-5.703	-2.159
Si	44.607	3.09	-5.64
Si	-42.866	-3.24	25.158
Si	48.904	-3.501	-4.166
Si	-48.834	-7.388	-6.572
Si	47.674	-0.941	-3.682
Si	-47.556	5.192	-2.775
Si	48.06	4.943	26.134
Si	-41.336	8.021	-4.721
Si	47.583	6.146	-2.843
Si	-47.105	4.595	24.682
Si	41.048	-7.833	-1.865
Si	43.429	6.425	24.579
Si	-42.092	-0.401	24.328
Si	43.2	-0.124	-2.007
Si	44.464	-5.852	-4.782
Si	-46.156	-6.036	-6.375
Si	-43.948	-7.042	-4.313
Si	-48.159	1.117	-4.048
Si	45.577	3.672	-2.888
Si	-44.203	2.078	-5.302
Si	43.36	0.316	-4.929
Si	-44.019	-2.218	-1.84
Si	-39.618	-1.396	-4.425
Si	47.47	1.544	-2.326
Si	-46.033	-0.222	-2.239
Si	-44.463	-0.861	-6.291
Si	41.656	-7.899	25.891
Si	-43.531	2.344	23.72
Si	50.287	-1.376	5.473
Si	53.02	1.38	5.532
Si	50.304	4.102	5.457
Si	-44.884	6.788	5.413
Si	50.311	9.543	5.471
Si	-44.9	12.234	5.457
Si	-42.152	-1.371	5.475
Si	-39.443	1.376	5.402
Si	-42.163	4.088	5.43
Si	42.145	6.812	5.502
Si	-42.154	9.434	5.426
Si	42.164	-4.079	5.536
Si	44.853	-1.346	5.468
Si	47.558	1.368	5.476
Si	44.866	4.078	5.485
Si	47.575	6.824	5.493
Si	44.864	-6.828	5.478
Si	47.593	-4.081	5.489
Si	51.647	-0.01	6.834
Si	-43.5	2.736	6.827
Si	-46.245	5.453	6.803
Si	-43.518	8.114	6.8
Si	-46.237	10.875	6.831
Si	-43.53	-2.73	6.811
Si	-40.776	0.005	6.787
Si	43.493	2.721	6.835
Si	40.784	5.422	6.83
Si	43.508	8.158	6.861
Si	40.782	-5.443	6.87
Si	-38.036	-2.729	6.788
Si	46.204	0.009	6.839
Si	48.953	2.718	6.812
Si	46.23	5.436	6.84
Si	48.949	8.181	6.829
Si	46.231	-5.457	6.829
Si	48.946	-2.728	6.849
Si	50.297	1.353	8.183
Si	-44.883	4.087	8.162
Si	50.321	6.809	8.167
Si	-44.866	9.499	8.158
Si	50.319	-4.091	8.19
Si	-44.885	-1.368	8.168
Si	-42.133	1.359	8.154
Si	42.147	4.077	8.202
Si	-42.146	6.775	8.152
Si	42.154	9.521	8.218
Si	-42.162	-4.11	8.141
Si	-39.415	-1.369	8.129
Si	44.852	1.362	8.201
Si	47.598	4.074	8.183
Si	44.869	6.788	8.203
Si	47.591	-6.801	8.197
Si	44.89	-4.092	8.204
Si	47.579	-1.36	8.187
Si	48.947	-0.011	9.543
Si	-46.236	2.713	9.513
Si	48.966	5.438	9.525
Si	-46.231	8.153	9.525
Si	48.962	-5.45	9.548
Si	-46.232	-2.734	9.533
Si	-43.501	-0.009	9.499
Si	40.803	2.721	9.58
Si	-43.509	5.43	9.516
Si	40.796	8.148	9.567
Si	-43.507	-5.462	9.516
Si	-40.782	-2.738	9.474
Si	43.514	-0.004	9.573
Si	46.232	2.716	9.545
Si	43.511	5.431	9.561
Si	46.237	8.151	9.548
Si	43.522	-5.444	9.564
Si	46.244	-2.731	9.558
Si	50.32	-1.379	10.885
Si	-44.864	1.347	10.853
Si	-47.59	4.073	10.873
Si	-44.865	6.793	10.874
Si	-47.589	9.505	10.892
Si	-44.864	-4.101	10.877
Si	-42.137	-1.381	10.842
Si	42.157	1.355	10.934
Si	39.445	4.081	10.938
Si	42.161	6.792	10.925
Si	39.442	-6.807	10.929
Si	-39.411	-4.091	10.827
Si	44.881	-1.375	10.915
Si	47.592	1.349	10.899
Si	44.876	4.071	10.913
Si	47.607	6.792	10.891
Si	44.882	9.508	10.912
Si	47.606	-4.097	10.91
Si	51.704	-0.019	12.212
Si	-43.497	2.701	12.204
Si	-46.229	5.431	12.226
Si	-43.496	8.147	12.225
Si	-46.218	10.859	12.242
Si	-43.486	-2.742	12.215
Si	-40.765	-0.022	12.187
Si	43.516	2.718	12.283
Si	40.805	5.443	12.295
Si	43.529	8.149	12.275
Si	40.807	-5.448	12.28
Si	-38.041	-2.735	12.178
Si	46.244	-0.016	12.265
Si	48.976	2.707	12.23
Si	46.248	5.437	12.252
Si	48.969	8.146	12.251
Si	46.248	-5.464	12.268
Si	48.974	-2.745	12.257
Si	50.344	1.333	13.567
Si	-44.863	4.058	13.557
Si	-47.582	6.788	13.598
Si	-44.849	9.503	13.596
Si	50.337	-4.117	13.605
Si	53.065	-1.383	13.564
Si	-42.124	1.338	13.541
Si	42.163	4.081	13.653
Si	-42.124	6.779	13.56
Si	42.174	-6.805	13.631
Si	-42.111	-4.101	13.564
Si	-39.402	-1.386	13.54
Si	44.879	1.345	13.618
Si	47.627	4.076	13.584
Si	44.897	6.791	13.627
Si	47.606	9.49	13.624
Si	44.89	-4.111	13.63
Si	47.606	-1.391	13.609
Si	48.998	-0.035	14.928
Si	51.701	2.696	14.917
Si	48.98	5.426	14.957
Si	-46.217	8.144	14.953
Si	48.975	-5.479	14.972
Si	51.716	-2.751	14.929
Si	54.441	-0.02	14.898
Si	-40.765	2.698	14.895
Si	-43.493	5.409	14.902
Si	-40.75	8.152	14.89
Si	-43.458	10.856	14.932
Si	-40.739	-2.753	14.92
Si	43.534	-0.033	14.978
Si	46.258	2.726	14.926
Si	43.535	5.448	14.995
Si	46.259	8.129	15.004
Si	43.54	-5.472	15
Si	46.259	-2.761	14.981
Si	-31.408	-1.293	-0.154
Si	-28.778	1.605	0.087
Si	-31.033	3.803	-0.017
Si	-28.967	7.186	0.125
Si	-31.15	-6.874	-0.087
Si	-28.224	-4.244	0.202
Si	-25.647	-1.492	-0.132
Si	-23.314	1.708	0.048
Si	-25.545	3.896	-0.15
Si	-22.947	6.564	0.048
Si	-26.183	9.789	0.006
Si	-39.655	12.603	0.054
Si	-36.464	-1.51	0.015
Si	-33.49	1.049	0.157
Si	-37.064	4.233	-0.064
Si	-34.278	7.163	0.021
Si	-36.484	9.392	0.06
Si	-34.34	-3.801	0.145
Si	-29.905	-0.071	1.269
Si	-27.156	2.811	1.242
Si	-30.029	5.491	1.317
Si	-27.292	8.244	1.362
Si	-29.938	-5.397	1.307
Si	-27.046	-2.667	1.402
Si	-24.494	0.06	1.229
Si	-38.089	2.663	1.362
Si	-24.508	5.422	1.331
Si	-38.101	8.118	1.23
Si	-24.498	-5.372	1.199
Si	-38.085	-2.603	1.368
Si	-35.265	0.019	1.313
Si	-32.497	2.691	1.444
Si	-35.4	5.423	1.187
Si	-32.685	8.284	1.315
Si	-35.416	-5.395	1.462
Si	-32.631	-2.701	1.304
Si	-31.17	1.303	2.754
Si	-28.533	4.171	2.616
Si	-31.38	6.837	2.673
Si	-28.615	9.582	2.737
Si	-31.284	-4.052	2.665
Si	-28.521	-1.353	2.659
Si	-25.862	1.392	2.623
Si	-23.177	4.146	2.781
Si	-25.879	6.836	2.618
Si	-23.131	-6.754	2.55
Si	-25.732	-4.054	2.722
Si	-39.435	-1.343	2.81
Si	-36.654	1.362	2.673
Si	-34.011	4.088	2.598
Si	-36.732	6.776	2.63
Si	-33.991	-6.724	2.75
Si	-36.812	-4.044	2.745
Si	-33.955	-1.344	2.713
Si	-32.608	0.007	4.082
Si	-29.825	2.746	4.017
Si	-32.695	5.448	4.014
Si	-29.962	8.168	4.036
Si	-32.614	-5.39	4.075
Si	-29.899	-2.704	4.013
Si	-27.193	0.036	4.013
Si	-24.514	2.717	4.044
Si	-27.202	5.49	4.019
Si	-24.48	-8.118	3.941
Si	-27.184	-5.387	4.035
Si	-24.392	-2.664	4.025
Si	-38.038	0.038	4.072
Si	-35.33	2.741	4.017
Si	-38.12	5.422	3.987
Si	-35.368	8.148	4.012
Si	-38.13	-5.47	4.051
Si	-35.359	-2.707	4.048
Si	-31.253	-1.378	16.252
Si	-28.493	1.367	16.192
Si	-31.224	4.095	16.184
Si	-28.5	6.798	16.247
Si	-31.255	-6.788	16.261
Si	-28.529	-4.106	16.25
Si	-25.839	-1.382	16.258
Si	-39.394	1.334	16.236
Si	-25.835	4.074	16.23
Si	-39.358	6.819	16.227
Si	-25.796	-6.805	16.289
Si	-39.335	-4.112	16.255
Si	-36.673	-1.393	16.232
Si	-33.93	1.358	16.218
Si	-36.662	4.082	16.238
Si	-33.957	6.826	16.27
Si	-36.64	-6.796	16.299
Si	-33.946	-4.083	16.248
Si	-29.854	0.015	17.519
Si	-27.173	2.703	17.612
Si	-29.839	5.392	17.563
Si	-27.153	8.151	17.635
Si	-29.912	-5.422	17.625
Si	-27.176	-2.772	17.621
Si	-24.487	-0.025	17.618
Si	-37.989	2.667	17.563
Si	-24.469	5.453	17.545
Si	-38.012	8.154	17.642
Si	-24.444	-5.477	17.705
Si	-38.001	-2.744	17.636
Si	-35.28	-0.039	17.539
Si	-32.585	2.768	17.539
Si	-35.345	5.477	17.609
Si	-32.596	-8.139	17.643
Si	-35.257	-5.431	17.652
Si	-32.603	-2.752	17.639
Si	-31.129	1.472	18.832
Si	-28.493	4.078	18.991
Si	-31.203	6.739	18.878
Si	-28.566	-6.808	18.946
Si	-31.265	-4.097	19.047
Si	-28.605	-1.413	18.896
Si	-25.849	1.316	18.981
Si	-39.359	4.076	18.826
Si	-25.745	6.8	18.981
Si	-39.335	9.472	19.063
Si	-25.811	-4.101	19.042
Si	-23.199	-1.39	19.037
Si	-36.622	1.276	18.906
Si	-33.986	4.094	18.898
Si	-36.679	6.82	19.037
Si	-33.907	-6.76	19.072
Si	-36.607	-4.073	19.02
Si	-33.944	-1.341	18.956
Si	-32.518	0.128	20.087
Si	-29.843	2.753	20.375
Si	-32.632	5.471	20.22
Si	-29.849	8.043	20.257
Si	-32.487	-5.465	20.534
Si	-30.015	-2.63	20.371
Si	-27.216	-0.127	20.237
Si	-24.511	2.715	20.309
Si	-27.077	5.408	20.311
Si	-24.437	8.101	20.492
Si	-27.249	-5.449	20.326
Si	-24.503	-2.748	20.5
Si	59.927	-0.04	20.293
Si	-35.301	2.675	20.235
Si	-38.06	5.374	20.287
Si	-35.341	8.22	20.399
Si	-37.96	10.862	20.404
Si	-35.264	-2.657	20.401
Si	-31.147	-0.923	21.634
Si	-28.721	1.024	21.551
Si	-31.501	3.968	21.564
Si	-28.166	7.024	21.565
Si	-31.366	-7.261	21.691
Si	-28.459	-3.857	21.577
Si	-26.211	-1.654	21.729
Si	58.795	1.635	21.441
Si	-25.643	4.201	21.745
Si	-39.674	6.365	21.673
Si	-26.065	-6.965	21.667
Si	-22.895	-3.897	21.823
Si	60.997	-1.575	21.716
Si	-33.607	1.649	21.455
Si	-36.876	3.779	21.523
Si	-33.75	7.02	21.58
Si	-36.362	9.83	21.825
Si	-34.093	-4.206	21.741
Si	-35.772	-1.183	24.553
Si	-28.476	6.439	24.54
Si	-28.233	-4.326	-4.404
Si	-38.345	-5.588	-1.912
Si	-28.425	-2.435	-6.595
Si	-36.061	-6.448	24.872
Si	-28.083	0.932	26.01
Si	-37.014	-1.502	-5.869
Si	-34.676	-7.347	-3.991
Si	-35.434	-4.014	-6.254
Si	-35.485	5.486	23.746
Si	-40.841	-5.305	23.832
Si	-39.977	4.203	25.595
Si	-39.854	1.409	24.327
Si	-26.423	4.774	-3.101
Si	-33.051	-0.082	23.805
Si	-25.93	-2.575	-5.091
Si	-30.062	-7.315	24.578
Si	-26.107	1.78	-4.185
Si	-31.201	-1.612	-6.137
Si	-28.843	6.443	-2.717
Si	-36.072	1.112	-7.177
Si	-32.714	0.908	-5.097
Si	-25.753	6.131	26.1
Si	-34.492	-3.752	24.679
Si	-32.997	-5.455	-2.219
Si	-37.415	3.221	-5.41
Si	-26.292	-3.795	25.758
Si	-29.433	-2.531	-2.199
Si	-32.966	-7.445	-6.484
Si	-34.795	-0.818	-3.97
Si	-31.43	4.803	-2.964
Si	-31.982	6.194	-7.138
Si	-25.269	7.367	-4.472
Si	-34.031	6.205	-2.815
Si	-30.178	4.23	24.214
Si	-40.495	-7.743	-1.893
Si	-38.272	6.607	24.448
Si	-25.961	-0.883	24.788
Si	-38.347	-0.23	-2.06
Si	-37.24	-5.962	-4.726
Si	-30.117	-7.785	-6.903
Si	-28.092	-7.536	-4.515
Si	-31.293	3.442	-5.615
Si	-35.922	3.81	-2.83
Si	-31.147	1.681	25.695
Si	-39.468	1.479	-4.092
Si	-33.042	-3.264	-4.403
Si	-24.222	-0.346	-3.79
Si	-33.996	1.534	-2.668
Si	-27.555	-0.085	-2.286
Si	-29.112	-4.462	24.492
Si	-39.968	-7.629	25.763
Si	-27.524	2.705	23.738
Si	-31.249	-1.362	5.405
Si	-28.511	1.39	5.405
Si	-31.266	4.09	5.332
Si	-28.569	6.826	5.378
Si	-31.278	9.536	5.41
Si	-28.544	-4.047	5.389
Si	-25.81	-1.332	5.353
Si	-23.106	1.383	5.365
Si	-25.853	4.108	5.378
Si	-39.442	6.794	5.369
Si	-25.826	-6.782	5.349
Si	-39.411	-4.127	5.495
Si	-36.696	-1.345	5.42
Si	-33.977	1.387	5.396
Si	-36.733	4.082	5.357
Si	-34.022	6.802	5.393
Si	-36.722	-6.812	5.379
Si	-33.997	-4.054	5.413
Si	-29.89	0.019	6.741
Si	-27.174	2.747	6.764
Si	-29.919	5.447	6.721
Si	-27.182	-8.141	6.719
Si	-29.893	-5.427	6.743
Si	-27.172	-2.687	6.726
Si	-24.453	0.014	6.725
Si	-38.072	2.73	6.751
Si	-40.786	5.445	6.765
Si	-38.081	8.149	6.741
Si	-40.81	-5.492	6.79
Si	-21.718	-2.699	6.715
Si	-35.333	0.02	6.76
Si	-32.606	2.743	6.734
Si	-35.375	5.434	6.738
Si	-32.643	8.162	6.744
Si	-35.353	-5.448	6.741
Si	-32.619	-2.709	6.762
Si	-31.255	1.376	8.096
Si	-28.554	4.1	8.096
Si	-31.266	6.806	8.09
Si	-28.531	-6.787	8.091
Si	-31.255	-4.076	8.102
Si	-28.529	-1.34	8.095
Si	-25.803	1.376	8.094
Si	-39.422	4.084	8.121
Si	-25.826	6.818	8.08
Si	-39.426	9.494	8.133
Si	-25.818	-4.065	8.073
Si	-23.095	-1.353	8.075
Si	-36.706	1.37	8.109
Si	-33.986	4.089	8.089
Si	-36.717	6.795	8.104
Si	-33.989	-6.799	8.103
Si	-36.681	-4.09	8.13
Si	-33.971	-1.342	8.114
Si	-32.607	0.014	9.462
Si	-29.896	2.731	9.455
Si	-32.622	5.446	9.449
Si	-29.894	-8.153	9.442
Si	-32.612	-5.442	9.452
Si	-29.888	-2.714	9.447
Si	-27.165	0.012	9.449
Si	-40.768	2.719	9.494
Si	-27.181	5.457	9.443
Si	-40.782	8.142	9.498
Si	-27.168	-5.429	9.443
Si	-24.455	-2.715	9.435
Si	-38.051	-0.003	9.474
Si	-35.334	2.725	9.459
Si	-38.059	5.437	9.477
Si	-35.343	8.154	9.455
Si	-38.056	-5.453	9.47
Si	-35.319	-2.718	9.471
Si	-31.244	-1.357	10.806
Si	-28.528	1.367	10.802
Si	-31.258	4.089	10.808
Si	-28.533	-9.507	10.806
Si	-31.246	-6.795	10.808
Si	-28.531	-4.078	10.803
Si	-25.813	-1.36	10.801
Si	-39.405	1.352	10.84
Si	-42.138	4.066	10.853
Si	-39.413	6.788	10.845
Si	-42.134	-6.817	10.863
Si	-23.101	-4.074	10.798
Si	-36.686	-1.364	10.825
Si	-33.971	1.369	10.818
Si	-36.688	4.08	10.827
Si	-33.97	6.805	10.812
Si	-36.692	9.51	10.821
Si	-33.956	-4.081	10.816
Si	-29.878	-0.004	12.157
Si	-27.165	2.726	12.151
Si	-29.896	5.455	12.158
Si	-27.169	-8.155	12.169
Si	-29.88	-5.442	12.17
Si	-27.173	-2.723	12.162
Si	-24.446	-0.004	12.151
Si	-38.041	2.714	12.19
Si	-40.771	5.425	12.198
Si	-38.041	8.151	12.188
Si	-40.756	-5.45	12.197
Si	-21.746	-2.722	12.16
Si	-35.324	0	12.175
Si	-32.604	2.725	12.172
Si	-35.319	5.443	12.173
Si	-32.605	8.168	12.166
Si	-35.315	-5.45	12.161
Si	-32.595	-2.723	12.169
Si	-31.24	1.347	13.511
Si	-28.529	4.089	13.497
Si	-31.24	6.822	13.527
Si	-28.525	-6.805	13.537
Si	-31.235	-4.081	13.528
Si	-28.529	-1.365	13.523
Si	-25.804	1.357	13.501
Si	-39.405	4.07	13.547
Si	-25.804	-9.511	13.529
Si	-39.385	-6.802	13.548
Si	-25.827	-4.09	13.525
Si	-23.113	-1.379	13.525
Si	-36.676	1.356	13.543
Si	-33.951	4.094	13.53
Si	-36.667	6.801	13.538
Si	-33.962	9.522	13.531
Si	-36.665	-4.097	13.52
Si	-33.962	-1.368	13.52
Si	-32.592	-0.02	14.87
Si	-29.875	2.715	14.846
Si	-32.601	5.476	14.883
Si	-29.882	8.167	14.909
Si	-32.597	-5.44	14.882
Si	-29.879	-2.727	14.894
Si	-27.149	-0.01	14.859
Si	-24.466	2.712	14.879
Si	-27.174	5.439	14.863
Si	-24.449	-8.147	14.897
Si	-27.161	-5.46	14.904
Si	-24.481	-2.74	14.893
Si	-38.036	-0.026	14.884
Si	-35.301	2.725	14.881
Si	-38.025	5.432	14.881
Si	-35.313	8.168	14.903
Si	-37.99	-5.46	14.897
Si	-35.31	-2.739	14.877
Si	-15.398	-0.905	-0.205
Si	-12.462	1.558	-0.036
Si	-14.655	3.827	-0.144
Si	-12.596	7.024	0.085
Si	-14.786	9.266	-0.123
Si	-12.036	-4.524	-0.051
Si	-9.192	-1.577	-0.048
Si	-6.99	1.431	0.034
Si	-9.092	3.777	-0.078
Si	-6.469	6.542	0.097
Si	-9.714	-6.622	-0.064
Si	-23.392	-3.699	-0.081
Si	-20.158	-1.684	-0.112
Si	-17.638	1.346	-0.317
Si	-20.792	4.342	-0.038
Si	-17.953	7.162	0.002
Si	-20.135	-6.932	-0.017
Si	-17.901	-3.896	-0.258
Si	-13.72	0.037	1.201
Si	-10.823	2.732	1.186
Si	-13.69	5.418	1.337
Si	-10.891	8.148	1.263
Si	-13.626	10.776	1.284
Si	-10.881	-2.78	1.117
Si	-8.163	-0.036	1.396
Si	-21.834	2.844	1.411
Si	-8.067	5.363	1.332
Si	-21.748	-8.12	1.23
Si	-8.101	-5.389	1.176
Si	-21.768	-2.686	1.278
Si	-19.083	0.057	1.081
Si	-16.37	2.776	1.103
Si	-19.114	5.493	1.183
Si	-16.34	8.216	1.306
Si	-18.976	-5.383	1.261
Si	-16.374	-2.651	1.072
Si	-15.04	1.417	2.569
Si	-12.19	4.097	2.588
Si	-15.05	6.778	2.666
Si	-12.248	9.472	2.679
Si	-14.981	-4.02	2.483
Si	-12.271	-1.378	2.468
Si	-9.563	1.356	2.647
Si	-6.725	4.011	2.701
Si	-9.5	6.769	2.588
Si	-6.774	-6.769	2.586
Si	-9.502	-4.066	2.581
Si	-23.092	-1.269	2.614
Si	-20.404	1.378	2.552
Si	-17.707	4.13	2.507
Si	-20.412	6.845	2.628
Si	-17.637	-6.707	2.66
Si	-20.424	-4.088	2.608
Si	-17.719	-1.305	2.508
Si	-16.356	0.019	3.927
Si	-13.605	2.734	3.922
Si	-16.395	5.427	3.989
Si	-13.628	8.123	4.004
Si	-16.281	-5.346	3.964
Si	-13.605	-2.709	3.886
Si	-10.943	-0.029	3.93
Si	-8.153	2.685	4.016
Si	-10.86	5.444	3.983
Si	-8.142	8.166	3.939
Si	-10.862	10.887	3.966
Si	-8.144	-2.722	3.99
Si	-21.738	0.059	3.979
Si	-19.029	2.742	3.9
Si	-21.756	5.513	4.038
Si	-19.027	8.203	3.97
Si	-21.769	-5.442	3.97
Si	-19.055	-2.675	3.918
Si	-14.991	-1.365	16.257
Si	-12.255	1.397	16.224
Si	-14.968	4.081	16.233
Si	-12.264	6.808	16.259
Si	-14.986	9.521	16.27
Si	-12.235	12.253	16.274
Si	-9.522	-1.37	16.267
Si	-23.129	1.324	16.234
Si	-9.561	4.064	16.231
Si	-23.08	-9.5	16.252
Si	-9.535	9.551	16.292
Si	-23.149	-4.115	16.265
Si	-20.435	-1.414	16.255
Si	-17.701	1.366	16.221
Si	-20.421	4.081	16.256
Si	-17.692	6.824	16.254
Si	-20.4	-6.82	16.275
Si	-17.706	-4.091	16.268
Si	-13.633	0.052	17.553
Si	-10.922	2.737	17.639
Si	-13.595	5.408	17.614
Si	-10.925	8.194	17.62
Si	-13.626	10.903	17.608
Si	-10.863	-2.721	17.654
Si	-8.172	-0.028	17.651
Si	-21.773	2.667	17.589
Si	-8.185	5.449	17.519
Si	-21.754	-8.153	17.681
Si	-8.188	-5.412	17.697
Si	-21.843	-2.748	17.633
Si	-19.048	-0.036	17.546
Si	-16.359	2.743	17.579
Si	-19.1	5.501	17.599
Si	-16.333	8.156	17.652
Si	-19.048	-5.47	17.639
Si	-16.355	-2.734	17.634
Si	-14.996	1.386	18.934
Si	-12.277	4.076	19.057
Si	-14.94	6.761	18.964
Si	-12.287	9.577	18.995
Si	-14.988	12.227	18.994
Si	-12.276	-1.301	18.89
Si	-9.557	1.353	18.96
Si	-23.18	4.042	18.879
Si	-9.568	6.763	18.897
Si	-23.087	-6.84	19.125
Si	-9.516	-4.039	19.116
Si	-6.833	-1.362	19.083
Si	-20.429	1.245	18.916
Si	-17.746	4.132	18.892
Si	-20.426	-9.51	19.071
Si	-17.691	9.506	19.048
Si	-20.504	-4.155	18.945
Si	-17.716	-1.343	18.963
Si	-16.337	0.02	20.313
Si	-13.703	2.726	20.392
Si	-16.38	5.453	20.284
Si	-13.602	8.145	20.33
Si	-16.278	10.859	20.42
Si	-13.682	-2.604	20.243
Si	-10.961	0.026	20.323
Si	-8.056	2.743	20.087
Si	-10.89	5.463	20.374
Si	-8.192	8.094	20.241
Si	-10.973	-5.384	20.424
Si	-8.157	-2.67	20.567
Si	-21.806	-0.048	20.367
Si	-19.086	2.686	20.154
Si	-21.855	5.364	20.278
Si	-19.069	8.168	20.479
Si	-21.741	-5.479	20.515
Si	-19.181	-2.708	20.182
Si	-14.824	-1.128	21.712
Si	-12.597	1.083	21.653
Si	-15.338	3.89	21.654
Si	-11.957	7.151	21.686
Si	-15.169	9.182	21.729
Si	-12.161	-3.678	21.609
Si	-9.881	-1.496	21.741
Si	-22.935	1.602	21.603
Si	-9.194	4.229	21.43
Si	-23.371	6.368	21.769
Si	-9.694	9.311	21.534
Si	-6.494	-3.857	21.82
Si	-20.689	-1.654	21.672
Si	-17.51	1.643	21.499
Si	-20.681	3.74	21.46
Si	-17.449	6.994	21.698
Si	-20.075	9.803	21.89
Si	-17.962	12.122	21.44
Si	-16.855	-2.367	23.794
Si	-12.182	5.689	24.281
Si	-10.508	-4.944	-4.295
Si	-22.053	-5.608	-2.009
Si	-13.098	-3.612	24.565
Si	-19.685	-6.541	24.941
Si	-11.08	1.613	26.072
Si	-19.586	-1.198	-6.199
Si	-18.463	-7.754	-4.053
Si	-19.027	-4.006	-6.238
Si	-19.183	5.36	23.747
Si	-24.439	-5.598	24.037
Si	-23.432	3.952	25.915
Si	-23.659	1.132	24.545
Si	-9.718	4.561	-3.06
Si	-18.875	-0.095	23.749
Si	-6.023	-1.431	-4.431
Si	-14.739	-6.18	24.572
Si	-8.627	2.217	-4.507
Si	-8.479	-3.01	-5.026
Si	-12.22	6.186	-2.744
Si	-20.87	0.409	25.802
Si	-14.767	3.096	-5.63
Si	-9.512	6.162	25.944
Si	-17.241	-4.864	25.411
Si	-16.503	-5.739	-2.504
Si	-20.272	2.989	-5.426
Si	-10.038	-3.599	25.455
Si	-15.026	-5.389	-5.252
Si	-16.606	-7.733	-6.528
Si	-17.2	-1.991	-5.02
Si	-14.945	4.807	-3.13
Si	-17.482	4.713	26.062
Si	-8.491	6.921	-4.487
Si	-17.553	5.991	-2.738
Si	-14.73	4.451	24.629
Si	-24.245	-7.822	-1.927
Si	-21.92	6.321	24.557
Si	-9.552	-0.645	24.798
Si	-21.947	-0.102	-2.112
Si	-20.815	-5.947	-4.729
Si	-12.291	-6.118	-6.096
Si	-11.098	-7.853	-4.247
Si	-15.017	-0.002	-5.6
Si	-19.146	3.248	-2.391
Si	-14.166	1.774	25.968
Si	-21.796	0.5	-4.989
Si	-10.271	-0.406	-4.913
Si	-12.542	-3.186	-2.594
Si	-14.932	-1.669	-3.203
Si	-14.262	-1.132	26.129
Si	-11.195	-0.516	-2.015
Si	-23.593	-7.932	25.866
Si	-11.015	2.993	23.492
Si	-14.965	-1.345	5.272
Si	-12.275	1.351	5.305
Si	-14.966	4.085	5.307
Si	-12.239	6.787	5.35
Si	-14.955	9.557	5.322
Si	-12.248	-4.061	5.292
Si	-9.538	-1.353	5.314
Si	-6.786	1.361	5.4
Si	-9.507	4.079	5.349
Si	-23.128	6.867	5.358
Si	-9.505	9.518	5.326
Si	-23.072	-4.058	5.364
Si	-20.39	-1.332	5.322
Si	-17.69	1.385	5.302
Si	-20.38	4.094	5.315
Si	-17.704	6.823	5.346
Si	-20.398	-6.781	5.337
Si	-17.681	-4.019	5.307
Si	-13.622	-0.001	6.679
Si	-10.894	2.708	6.679
Si	-13.61	5.433	6.696
Si	-10.874	8.164	6.695
Si	-13.59	-5.419	6.684
Si	-10.893	-2.712	6.683
Si	-8.174	-0.01	6.714
Si	-21.737	2.749	6.701
Si	-24.469	5.473	6.71
Si	-21.753	-8.123	6.72
Si	-24.459	-5.419	6.706
Si	-5.436	-2.718	6.747
Si	-19.034	0.027	6.684
Si	-16.318	2.723	6.679
Si	-19.043	5.449	6.704
Si	-16.319	8.187	6.683
Si	-19.027	-5.405	6.675
Si	-16.313	-2.686	6.676
Si	-14.969	1.361	8.054
Si	-12.247	4.071	8.056
Si	-14.96	6.817	8.048
Si	-12.237	-6.785	8.051
Si	-14.96	-4.061	8.044
Si	-12.252	-1.353	8.051
Si	-9.532	1.363	8.065
Si	-23.099	4.107	8.062
Si	-9.519	6.804	8.067
Si	-23.107	-6.77	8.081
Si	-9.537	-4.076	8.061
Si	-6.811	-1.359	8.091
Si	-20.388	1.375	8.061
Si	-17.67	4.089	8.053
Si	-20.399	6.812	8.065
Si	-17.677	-6.776	8.047
Si	-20.369	-4.063	8.071
Si	-17.67	-1.333	8.051
Si	-16.32	0.011	9.432
Si	-13.607	2.719	9.422
Si	-16.316	5.454	9.415
Si	-13.6	-8.145	9.415
Si	-16.315	-5.424	9.415
Si	-13.606	-2.712	9.424
Si	-10.892	0.002	9.426
Si	-24.443	2.74	9.437
Si	-10.887	5.439	9.422
Si	-24.46	-8.144	9.437
Si	-10.892	-5.431	9.432
Si	-8.176	-2.723	9.438
Si	-21.738	0.011	9.43
Si	-19.028	2.731	9.424
Si	-21.746	5.455	9.436
Si	-19.031	-8.144	9.413
Si	-21.737	-5.421	9.433
Si	-19.016	-2.7	9.428
Si	-14.964	-1.357	10.795
Si	-12.249	1.362	10.792
Si	-14.966	4.087	10.781
Si	-12.247	-9.51	10.782
Si	-14.96	-6.787	10.785
Si	-12.252	-4.072	10.799
Si	-9.534	-1.359	10.798
Si	-23.092	1.368	10.795
Si	-25.813	4.094	10.792
Si	-23.103	-9.507	10.797
Si	-25.815	-6.792	10.806
Si	-6.814	-4.077	10.808
Si	-20.387	-1.354	10.795
Si	-17.681	1.368	10.795
Si	-20.388	4.086	10.792
Si	-17.675	6.814	10.779
Si	-20.387	-6.795	10.788
Si	-17.667	-4.069	10.792
Si	-13.604	0.002	12.158
Si	-10.889	2.722	12.158
Si	-13.614	5.455	12.142
Si	-10.897	8.165	12.164
Si	-13.607	-5.435	12.166
Si	-10.893	-2.713	12.169
Si	-8.167	-0.008	12.167
Si	-21.744	2.726	12.163
Si	-24.458	5.45	12.159
Si	-21.743	-8.152	12.159
Si	-24.455	-5.435	12.164
Si	-5.449	-2.725	12.177
Si	-19.038	0.006	12.162
Si	-16.323	2.73	12.155
Si	-19.028	5.452	12.146
Si	-16.323	8.174	12.149
Si	-19.033	-5.434	12.149
Si	-16.318	-2.717	12.169
Si	-14.971	1.358	13.513
Si	-12.255	4.098	13.501
Si	-14.974	6.81	13.515
Si	-12.254	9.523	13.538
Si	-14.962	-4.077	13.54
Si	-12.25	-1.351	13.536
Si	-9.531	1.35	13.521
Si	-23.109	4.084	13.522
Si	-9.535	6.814	13.537
Si	-23.098	-6.794	13.527
Si	-9.534	12.245	13.535
Si	-6.809	-1.371	13.539
Si	-20.4	1.358	13.529
Si	-17.68	4.093	13.518
Si	-20.386	6.801	13.516
Si	-17.682	9.531	13.519
Si	-20.401	-4.097	13.521
Si	-17.695	-1.367	13.527
Si	-16.335	-0.004	14.877
Si	-13.613	2.737	14.855
Si	-16.331	5.456	14.89
Si	-13.627	8.163	14.896
Si	-16.333	-5.436	14.899
Si	-13.604	-2.712	14.906
Si	-10.884	0.003	14.903
Si	-8.179	2.696	14.899
Si	-10.906	5.45	14.883
Si	-8.185	8.196	14.897
Si	-10.892	10.888	14.902
Si	-8.168	-2.727	14.907
Si	-21.757	-0.024	14.883
Si	-19.05	2.74	14.878
Si	-21.75	5.447	14.878
Si	-19.042	8.17	14.881
Si	-21.752	-5.447	14.909
Si	-19.056	-2.743	14.887
O	-3.968	-7.034	23.298
O	-0.808	-4.32	-1.154
O	1.039	-6.178	-1.384
O	1.001	-0.051	25.676
O	5.303	-2.742	22.315
O	-0.81	-4.047	23.072
O	3.362	6.6	23.053
O	3.345	-4.255	23.198
O	1.894	-1.828	-1.355
O	4.664	1.605	22.913
O	4.33	7.566	25.762
O	-6.968	-4.629	23.182
O	6.97	-7.467	-1.238
O	0.99	-2.51	-5.308
O	-2.637	-2.613	-0.389
O	-1.923	1.025	23.166
O	6.393	3.515	23.298
O	-2.102	4.912	24.953
O	-6.088	-4.195	-1.404
O	8.191	2.492	-0.722
O	5.356	-8.093	22.34
O	1.427	4.733	23.176
O	1.039	-1.569	23.457
O	4.758	1	-1.265
O	7.06	5.003	-3.827
O	2.885	2.663	-0.419
O	-1.358	1.956	-0.948
O	2.08	-6.31	22.249
O	8.393	-0.003	25.281
O	-6.172	5.042	24.565
O	3.911	-3.476	-1.106
O	-4.003	4.049	-4.235
O	-2.904	-2.5	-6.998
O	-3.488	0.059	-6.814
O	0.156	-0.059	-0.36
O	5.36	-5.637	-6.532
O	-2.943	2.658	-6.365
O	4.204	-1.213	-2.514
O	6.238	4.12	-1.518
O	-3.934	3.569	-1.527
O	-4.234	-6.108	-1.321
O	-5.716	0.887	24.706
O	2.683	-8.036	-0.306
O	9.526	-4.006	-4.461
O	-4.743	4.652	-6.627
O	4.615	5.457	-3.292
O	-3.293	0.318	25.366
O	-0.165	2.797	22.31
O	-3.49	4.354	22.828
O	-0.097	5.462	-3.415
O	-0.671	0.103	-5.092
O	-1.824	6.468	22.918
O	-0.754	6.775	-1.289
O	-2.586	5.447	-2.59
O	6.79	-0.911	23.387
O	-8.051	-2.644	-0.557
O	3.877	4.071	23.263
O	4.603	2.58	25.293
O	-6.182	7.591	25.451
O	-1.235	-3.832	-5.407
O	-0.883	-6.716	-5.225
O	10.989	-2.749	22.289
O	-0.716	-2.057	-3.465
O	1.91	0.702	-5.21
O	1.098	-5.315	24.371
O	8.977	7.1	-1.255
O	2.709	0.002	22.269
O	-5.143	-5.19	-3.666
O	-1.618	7.586	-3.692
O	6.55	-0.959	-1.394
O	5.436	-5.491	-0.421
O	-3.329	-6.897	-4.31
O	-2.869	-1.275	-4.659
O	-5.465	2.723	22.068
O	-8.834	-6.468	22.79
O	-2.694	-8.061	-0.426
O	-1.972	2.906	-3.218
O	-3.488	-1.083	23.133
O	10.434	-2.236	-6.096
O	2.738	3.004	-6.235
O	6.721	-2.035	25.794
O	-1.26	-6.354	-2.685
O	-7.779	8.019	-3.558
O	-9.247	-4.494	24.395
O	-6.478	0.063	-4.851
O	-5.397	5.434	-0.449
O	8.046	4.82	25.749
O	-5.425	-6.577	-5.923
O	5.451	-6.907	-4.283
O	0.947	4.059	-1.409
O	2.248	6.051	-2.368
O	1.768	-8.084	25.43
O	5.183	-4.279	-4.38
O	-7.352	0.929	22.69
O	6.128	6.794	-5.581
O	-7.54	-6.465	25.048
O	5.519	5.163	25.693
O	0.404	-4.45	-3.438
O	0.05	8.147	22.051
O	9.91	0.557	-1.695
O	-1.509	-6.356	24.092
O	0.135	6.174	25.805
O	-8.187	5.36	22.075
O	3.395	-8.088	-5.577
O	0.276	1.546	-3.16
O	0.238	2.636	-5.544
O	8.672	6.189	-5.421
O	-36.404	-0.863	23.093
O	-1.914	0.233	-2.79
O	-9.693	3.072	-3.671
O	1.061	5.022	-6.305
O	-7.547	2.756	24.533
O	-4.837	1.211	-3.136
O	-16.054	7.071	-6.712
O	7.17	-6.234	23.254
O	-2.799	-5.273	21.912
O	1.336	-6.873	-6.668
O	-6.418	7.117	22.915
O	-6.66	-6.627	-1.978
O	-4.019	-0.381	-1.003
O	-4.135	6.502	24.132
O	-3.72	-5.553	25.488
O	12.068	-3.541	-4.422
O	-3.589	-4.765	-5.858
O	11.912	-6.416	23.227
O	15.154	-4.885	-1.165
O	17.079	-6.697	-1.056
O	19.284	3.02	-6.109
O	21.673	-2.669	22.112
O	15.318	-3.762	23.044
O	20.22	6.706	23.268
O	19.857	-4.477	22.819
O	17.915	-1.724	-1.576
O	20.895	1.811	23.001
O	15.253	-2.586	-5.655
O	9.375	-4.845	22.805
O	23.42	-7.339	-1.237
O	18.227	-2.995	-4.051
O	13.6	-2.859	-0.457
O	14.393	1.038	23.247
O	22.976	3.401	23.068
O	13.719	4.848	25.257
O	10.017	-4.568	-1.411
O	24.578	2.728	-0.437
O	21.818	-7.968	22.196
O	16.557	5.807	25.429
O	17.502	-1.4	23.37
O	20.538	0.921	-1.559
O	22.643	3.34	-3.71
O	19.047	2.723	-0.456
O	14.437	1.454	-1.218
O	18.196	-6.939	23.117
O	23.889	5.701	-3.686
O	10.266	5.123	24.698
O	20.418	-3.164	-1.007
O	14.57	5.257	-5.759
O	16.042	-5.036	-6.311
O	13.254	0.114	25.559
O	16.298	-0.114	-0.33
O	22.423	-6.002	-3.595
O	13.884	2.888	-6.437
O	23.189	1.878	-5.78
O	17.585	-1.512	26.042
O	22.975	4.573	-1.437
O	12.57	3.866	-1.529
O	11.628	-6.597	-1.122
O	10.851	0.595	25.02
O	20.779	6.576	-1.134
O	24.382	-2.369	-6.396
O	12.04	4.765	-6.427
O	17.803	3.373	25.145
O	-36.275	2.172	-5.946
O	16.192	2.824	22.38
O	12.604	4.523	22.991
O	16.33	6.108	-3.333
O	16.499	-0.55	-4.462
O	14.416	6.394	23.186
O	15.57	6.75	-1.01
O	13.746	5.939	-2.702
O	25.539	-0.831	-2.486
O	22.93	-0.544	22.971
O	8.239	-2.796	-0.555
O	11.849	0.424	-3.59
O	21.891	2.337	25.343
O	9.81	7.63	25.796
O	-32.107	-1.116	22.957
O	14.706	-8.022	-3.004
O	27.214	-2.657	22.288
O	15.899	-2.634	-3.046
O	18.835	0.384	-3.578
O	25.248	7.094	-1.049
O	19.154	0.09	22.169
O	11.206	-5.837	-3.533
O	17.641	-7.493	25.666
O	-15.562	4.308	-6.392
O	18.734	-5.273	-5.558
O	25.56	0.047	-4.976
O	21.743	-5.445	-0.379
O	13.746	-5.614	-3.892
O	14.965	-3.883	25.69
O	17.927	4.143	-4.11
O	10.859	2.727	22.207
O	5.277	2.995	-3.725
O	13.586	-8.114	-0.214
O	14.96	3.605	-2.598
O	46.829	-7.412	25.499
O	12.937	-1.139	23.224
O	23.363	-2.223	24.838
O	19.491	1.389	25.803
O	16.219	-5.927	-3.37
O	-28.744	-3.261	-0.96
O	-34.788	2.772	-3.328
O	-34.859	0.156	-2.687
O	10.865	5.476	-0.458
O	24.015	4.868	25.525
O	-30.861	-1.983	-1.572
O	12.878	3.951	-4.167
O	20.722	-1.326	-2.943
O	21.608	-0.253	25.305
O	17.564	4.572	-1.516
O	20.765	-8.136	-3.233
O	21.345	5.542	-3.369
O	18.883	6.337	-2.988
O	19.734	-2.937	-6.164
O	46.061	2.625	-6.271
O	22.429	-3.478	-2.568
O	22.681	-3.782	-5.117
O	9.185	0.844	22.976
O	22.778	7.903	-4.821
O	9.242	-6.326	24.941
O	24.183	0.281	25.08
O	21.757	6.216	25.404
O	17.605	-4.276	-1.848
O	16.206	8.08	22.183
O	24.034	7.529	25.743
O	19.179	-3.194	24.991
O	26.575	1.105	-1.102
O	18.975	8.142	-0.178
O	14.896	7.89	25.993
O	43.672	1.763	-5.571
O	8.084	5.376	22.368
O	-18.269	2.032	-1.699
O	20.947	-6.727	-5.519
O	16.614	1.484	-2.711
O	17.233	1.811	-5.193
O	25.017	6.926	-5.719
O	19.108	5.673	25.339
O	13.94	-1.123	-3.972
O	13.215	0.431	-5.983
O	16.828	4.032	-6.526
O	9.174	2.611	24.877
O	-27.04	-1.835	-6.01
O	23.553	-1.455	-4.132
O	15.299	-1.038	24.606
O	13.567	-5.226	21.756
O	16.81	6.585	-5.98
O	9.761	7.226	23.196
O	-31.68	4.861	-6.291
O	9.234	-6.897	-2.359
O	11.914	-1.065	-1.369
O	-36.977	-0.179	-6.796
O	12.588	-7.318	25.55
O	17.135	0.808	24.926
O	12.225	-5.706	-5.996
O	28.827	-6.861	23.586
O	31.466	-4.762	-1.121
O	33.504	-6.429	-1.223
O	35.682	2.852	-6.183
O	38.071	-2.675	22.005
O	31.469	-3.118	22.729
O	36.463	6.654	23.281
O	36.014	-3.944	22.899
O	34.496	-1.193	-1.287
O	37.182	1.673	23.062
O	35.778	-5.231	25.05
O	25.63	-4.566	23.235
O	39.655	-7.276	-1.251
O	33.967	-2.882	-4.473
O	29.853	-2.776	-0.394
O	30.564	1.266	22.905
O	39.333	3.196	22.835
O	30.508	4.344	24.889
O	26.488	-4.271	-1.251
O	40.867	2.735	-0.427
O	38.145	-8.049	22.221
O	33.983	4.84	23.265
O	33.548	-1.669	23.188
O	36.505	0.592	-1.34
O	39.35	3.275	-3.537
O	35.314	2.653	-0.318
O	30.932	1.976	-0.773
O	34.803	-6.809	23.069
O	40.169	5.764	-3.682
O	26.543	4.906	24.873
O	36.493	-3.348	-0.888
O	30.397	4.786	-2.577
O	31.618	-3.809	-5.375
O	29.673	-2.542	-6.727
O	32.638	0.118	-0.091
O	37.958	-6.204	-4.331
O	27.362	1.912	-5.526
O	36.582	-1.586	-2.834
O	38.497	-1.286	-5.977
O	39.356	4.663	-1.363
O	28.511	3.535	-1.403
O	28.397	-6.137	-1.145
O	26.769	0.572	25.118
O	37.15	6.55	-1.101
O	40.79	-2.681	-6.273
O	27.663	4.413	-6.426
O	40.071	2.14	-5.786
O	28.914	-0.81	23.057
O	32.525	2.853	22.252
O	29.106	4.413	22.753
O	30.603	7.138	-3.653
O	32.414	-0.391	-4.358
O	30.96	6.284	23.136
O	31.71	6.619	-1.268
O	-23.31	-0.036	-5.092
O	41.74	-0.76	-2.366
O	39.432	-0.754	23.07
O	24.551	-2.752	-0.299
O	37.168	4.221	23.691
O	38.387	2.428	25.231
O	26.673	7.427	25.704
O	-33.734	-3.625	23.235
O	31.793	-7.439	-5.229
O	43.561	-2.704	22.229
O	31.785	-2.564	-3.052
O	34.85	0.314	-3.438
O	34.436	-4.158	-6.647
O	41.485	7.128	-1.12
O	35.375	-0.021	22.251
O	27.317	-5.537	-3.471
O	45.824	0.601	25.116
O	21.297	1.064	-4.069
O	32.154	-3.076	25.159
O	38.654	-1.79	-1.275
O	38.024	-5.433	-0.284
O	29.31	-7.046	-4.373
O	29.954	-1.355	-4.463
O	-20.786	4.391	-6.098
O	27.247	2.671	22.088
O	23.535	-6.142	23.092
O	29.906	-8.095	-0.285
O	30.086	2.232	-3.158
O	-32.507	2.357	-5.803
O	-25.942	1.764	-5.794
O	39.957	-2.134	25.223
O	36.102	1.398	26.042
O	31.337	-6.883	-2.685
O	24.862	8.135	-3.374
O	24.039	-4.698	25.312
O	27.866	-0.703	-5.862
O	27.146	5.445	-0.342
O	40.386	4.884	25.511
O	27.356	-6.358	-5.991
O	-41.763	-4.084	24.346
O	37.848	-3.62	24.739
O	38.155	-0.192	25.357
O	33.72	4.333	-1.407
O	36.969	7.884	-3.351
O	35.184	6.06	-2.779
O	9.726	-6.022	-6.371
O	35.996	-2.114	-5.971
O	33.529	6.89	25.084
O	34.319	-7.098	25.718
O	36.145	-4.392	-4.683
O	38.689	-3.846	-5.324
O	25.508	0.798	22.846
O	38.96	7.757	-5.039
O	25.453	-6.776	24.78
O	40.68	0.382	25.051
O	35.544	5.316	25.347
O	32.906	-4.929	-3.306
O	32.669	8.136	22.267
O	40.31	7.534	25.679
O	35.415	-2.626	25.152
O	42.896	1.155	-1.08
O	35.295	-8.117	-0.301
O	-20.335	-6.881	23.481
O	24.528	5.373	22.28
O	36.63	-7.978	-5.91
O	32.653	1.647	-2.769
O	-27.931	5.292	-3.391
O	33.549	1.773	-5.24
O	41.312	6.956	-5.747
O	4.443	1.135	-5.536
O	30.803	-0.175	-2.299
O	-40.547	-7.628	-3.493
O	-15.719	-5.12	-3.801
O	25.201	2.674	24.598
O	27.65	0.368	-3.415
O	40.012	-1.877	-3.963
O	30.049	-5.231	22.104
O	34.195	-7.214	-6.33
O	26.466	6.925	23.137
O	-6.444	0.536	-1.223
O	25.933	-6.742	-1.522
O	27.947	-1.132	-1.245
O	28.695	6.298	24.479
O	28.433	-5.958	26.048
O	36.47	0.317	-6.709
O	29.076	-4.529	-5.111
O	45.221	-6.66	23.558
O	47.742	-4.752	-1.199
O	-48.144	-6.45	-1.311
O	-45.472	3.08	-5.462
O	-43.413	-2.815	21.948
O	48.049	-3.53	22.834
O	-44.831	6.207	22.873
O	-44.946	-4.909	22.614
O	-47.119	-1.061	-1.357
O	-44.823	2.185	22.773
O	-45.687	-5.666	25.036
O	41.923	-4.568	23.193
O	-41.913	-7.326	-1.234
O	-47.671	-2.917	-4.804
O	46.138	-2.761	-0.444
O	47.424	0.476	23.079
O	-42.459	3.25	22.898
O	-48.514	5.071	25.27
O	42.773	-4.275	-1.256
O	-40.653	2.496	-0.31
O	-43.408	-8.121	22.011
O	-47.238	4.36	23.091
O	-47.961	-1.452	23.188
O	-45.167	0.807	-1.331
O	-42.487	3.446	-1.722
O	-46.351	2.784	-0.28
O	47.247	2.056	-0.824
O	-47.099	-6.714	23.107
O	-41.881	6.629	-4.165
O	42.945	4.935	24.962
O	-44.99	-3.155	-0.915
O	44.648	3.808	-4.191
O	46.715	-1.884	24.416
O	46.273	0.038	-6.872
O	48.932	0.18	-0.136
O	-45.311	-3.916	-4.012
O	-17.891	-7.763	-5.558
O	-44.943	-1.287	-2.783
O	-44.645	0.566	-5.585
O	-22.366	1.1	-1.13
O	44.797	3.617	-1.476
O	44.648	-6.151	-1.207
O	43.242	0.839	24.88
O	-44.418	6.516	-1.266
O	-41.018	-3	-6.79
O	43.938	4.221	-6.562
O	-27.001	6.019	25.057
O	-20.911	-1.115	-1.437
O	48.956	2.55	22.264
O	45.388	4.302	22.983
O	-48.909	5.735	-3.453
O	48.789	-0.096	-4.525
O	47.258	6.203	23.109
O	47.881	6.672	-1.347
O	46.606	4.89	-2.78
O	-40.765	2.01	-3.266
O	-41.682	-1.076	22.915
O	40.809	-2.83	-0.316
O	-43.04	5.232	-6.161
O	-43.911	3.119	25.083
O	42.958	7.473	25.712
O	47.842	-3.855	-5.333
O	47.855	-7.306	-5.531
O	-38.028	-2.718	22.138
O	48.274	-2.358	-3.206
O	-46.765	0.536	-3.459
O	-46.215	-4.422	-6.384
O	-39.997	7.119	-1.394
O	-46.151	0.014	22.1
O	43.533	-5.485	-3.513
O	-45.3	-8.126	24.516
O	46.917	7.239	-3.804
O	-46.729	-1.632	25.536
O	-43.002	-1.276	-0.991
O	-43.556	-5.374	-0.377
O	43.551	-6.341	-6.021
O	46.378	-1.215	-4.571
O	-47.017	3.977	-3.665
O	43.575	2.616	22.07
O	39.854	-6.191	23.019
O	46.184	-8.046	-0.297
O	46.369	2.301	-3.204
O	7.959	-4.044	24.736
O	45.075	-0.644	22.889
O	-42.565	-1.645	25.245
O	-10.552	-6.435	-3.657
O	-43.174	2.597	-6.451
O	47.683	-6.763	-2.915
O	40.954	-8.086	-3.445
O	40.199	-4.732	25.174
O	44.092	-0.858	-5.764
O	43.392	5.475	-0.392
O	-38.852	5.222	25.05
O	-15.377	1.583	-5.789
O	14.395	-5.966	24.187
O	-46.862	-3.664	23.857
O	-40.868	0.368	25.037
O	-47.867	4.674	-1.271
O	-44.493	8.072	-3.403
O	-15.519	-1.798	23.043
O	-0.915	-4.558	25.761
O	-45.502	-1.926	-5.708
O	3.087	-5.829	-4.198
O	-47.649	-7.437	25.537
O	-34.14	0.099	-5.163
O	-42.905	-3.913	-5.183
O	41.783	0.795	22.716
O	-46.465	6.381	-2.846
O	41.742	-6.75	24.757
O	-43.138	0.802	24.04
O	-41.164	7.693	25.302
O	-48.61	-4.78	-3.286
O	-48.922	8.014	22.181
O	30.159	-7.939	25.612
O	-13.877	-2.299	25.088
O	-39.279	0.279	-0.857
O	-46.288	-8.119	-0.42
O	-44.369	-3.37	24.594
O	-2.903	-7.988	25.557
O	40.871	5.308	22.263
O	3.67	8.054	-3.045
O	-26.08	4.597	-1.524
O	48.961	1.885	-2.854
O	-19.827	-4.697	-5.021
O	-47.894	2.144	-5.272
O	-24.817	1.125	-3.445
O	-46.061	5.763	25.055
O	47.232	-0.057	-2.408
O	41.792	-0.073	-4.903
O	-10.955	6.147	25.217
O	41.55	2.8	24.362
O	43.888	0.339	-3.39
O	-40.991	-2.228	-4.389
O	-11.598	-3.538	25.103
O	46.448	-5.326	21.888
O	-47.561	-6.652	-5.91
O	42.779	6.893	23.158
O	-43.134	-3.235	-2.716
O	42.173	-6.735	-1.599
O	44.194	-1.13	-1.234
O	45.043	6.401	24.505
O	44.763	-5.884	25.999
O	-9.628	-1.873	-5.085
O	-5.372	-2.733	22.26
O	-36.677	-6.837	23.407
O	-33.721	-4.514	-1.155
O	-31.753	-6.208	-1.472
O	-32.839	5.374	-3.493
O	-27.307	-2.816	22.084
O	-9.726	-0.758	-1.369
O	-28.865	7.958	24.889
O	-29.244	-4.43	22.889
O	-7.984	-3.377	-6.511
O	-27.77	1.394	22.827
O	-29.441	-5.924	25.077
O	-48.408	7.364	-6.766
O	-25.66	-7.299	-1.34
O	-31.686	-2.585	-4.942
O	-35.422	-2.699	-0.413
O	-33.947	0.852	22.828
O	-26.278	3.537	23.114
O	-34.459	6.375	22.884
O	-38.88	-4.185	-1.317
O	-24.424	2.761	-0.569
O	-27.166	-8.101	22.093
O	-31.085	4.707	22.962
O	-13.779	-0.448	-6.532
O	-28.188	0.989	-1.282
O	-26.271	3.321	-3.774
O	-29.862	2.729	-0.384
O	-33.841	1.967	-1.137
O	-30.461	-7.079	23.03
O	-25.494	5.919	-3.774
O	-28.174	-5.937	-4.239
O	29.73	2.714	-6.243
O	-37.018	3.848	-3.989
O	-36.272	-1.226	-4.448
O	-12.562	6.778	23.153
O	-32.512	-0.12	-0.484
O	-24.775	4.838	26.12
O	-41.853	4.124	-4.157
O	-29.687	0.993	25.783
O	-27.382	2.242	25.294
O	-36.571	3.421	-1.396
O	-36.942	-6.05	-1.249
O	-38.42	1.029	24.919
O	-28.352	6.449	-1.182
O	-24.76	-3.135	-6.075
O	-37.597	4.465	-6.418
O	-29.636	5.455	25.126
O	-25.312	-1.476	-4.096
O	-32.586	2.817	21.965
O	-36.144	4.317	22.862
O	10.362	-1.66	-3.423
O	-32.615	1.234	-3.487
O	-28.681	-3.896	-5.909
O	-33.535	6.703	-1.357
O	-35.327	5.286	-2.627
O	-31.413	-7.815	25.3
O	-25.84	-1.043	23.182
O	-40.843	-2.667	-0.362
O	-28.87	3.554	23.561
O	45.939	-2.551	-6.738
O	-38.594	7.895	25.384
O	-32.583	-4.488	-3.453
O	-33.899	-6.853	-5.319
O	-21.773	-2.76	22.238
O	-31.639	4.227	-1.467
O	-17.598	-3.433	-5.683
O	-33.536	-3.255	25.879
O	-23.793	7.125	-1.224
O	-29.918	0.055	22.118
O	-36.31	-4.699	-5.089
O	-28.609	6.278	22.935
O	-34.429	7.414	-3.774
O	-28.607	-1.236	-2.689
O	-13.798	-2.786	-3.532
O	-27.261	-5.392	-0.477
O	-36.263	-7.133	-4.182
O	-13.052	-3.847	22.965
O	-30.975	3.692	-4.044
O	-38.007	2.699	22.006
O	-41.73	-6.27	22.888
O	-35.412	-8.06	-0.444
O	-23.74	1.096	22.928
O	19.467	-5.769	25.052
O	-10.819	0.134	25.449
O	-29.321	-3.636	-3.391
O	-42.626	-7.437	-5.16
O	-37.235	-5.885	25.841
O	-34.063	-6.54	-2.741
O	-9.014	-4.345	-4.3
O	-5.349	2.296	-5.557
O	-38.52	-1.954	-5.491
O	-38.155	5.372	-0.55
O	-11.849	4.36	23.418
O	-46.529	3.261	25.395
O	-38.858	2.504	-5.178
O	-30.189	-3.476	25.197
O	-26.713	-3.718	-4.225
O	-16.41	-2.201	-3.626
O	-39.034	-1.416	-2.914
O	-18.499	7.037	-3.518
O	-30.381	6.025	-2.904
O	-11.405	-3.876	-3.488
O	-33.01	7.248	-6.437
O	-19.715	3.045	-3.9
O	29.382	0.818	25.132
O	37.648	5.283	-3.29
O	-39.912	1.097	22.753
O	20.425	-4.297	-3.915
O	-17.285	-4.602	-1.618
O	-24.804	0.182	25.178
O	-35.82	-2.803	24.733
O	-17.562	-6.825	-3.073
O	-32.603	8.065	22.109
O	-24.92	7.466	25.725
O	-19.804	-2.692	-6.792
O	-5.077	-1.889	-5.663
O	-30.05	-8.034	-0.464
O	-35.384	-7.766	25.511
O	-32.516	6.132	26
O	-40.796	5.265	22.188
O	-19.543	0.735	24.956
O	-28.971	-7.928	-5.797
O	-14.908	4.657	23.03
O	-34.922	-5.298	24.823
O	-17.72	-1.093	24.27
O	-24.472	7.163	-5.831
O	8.342	-3.705	-6.71
O	-19.077	2.313	-6.306
O	-39.942	0.135	-4.853
O	-29.952	2.804	-6.263
O	-40.214	2.963	24.58
O	-38.246	1.053	-3.071
O	-14.407	0.292	25.366
O	-21.568	2.007	-5.513
O	-35.243	-5.328	21.978
O	-31.411	-7.021	-6.285
O	-38.94	6.934	23.007
O	-9.145	0.715	-4.734
O	-39.408	-6.678	-1.396
O	-37.026	-0.833	-1.363
O	-36.681	6.416	24.303
O	-15.999	4.926	25.476
O	-15.233	-4.243	-6.396
O	-43.446	2.121	-3.852
O	-34.19	-0.834	24.653
O	7.534	-5.548	-4.99
O	-15.446	-6.466	-1.5
O	-13.491	5.353	25.156
O	-10.944	-2.693	22.063
O	-17.593	-3.265	22.701
O	-13.424	-5.473	-5.13
O	33.315	4.231	-6.198
O	-12.021	-1.878	-1.786
O	-11.908	1.751	22.977
O	-13.905	-4.9	25.079
O	-23.485	-4.586	23.19
O	-9.083	-7.372	-1.375
O	0.585	-2.527	25.967
O	30.689	-5.407	24.907
O	-18.239	1.014	22.791
O	-9.707	3.206	22.591
O	-18.505	4.413	24.855
O	-22.6	-4.209	-1.42
O	-8.035	2.587	-0.496
O	-10.798	-8.082	22.072
O	-26.318	-0.807	-1.475
O	-42.962	-1.394	-6.005
O	-11.876	0.78	-1.347
O	-10.58	2.707	25.005
O	-13.499	2.727	-0.535
O	-16.507	0.213	-0.7
O	-23.306	-0.865	-2.565
O	-9.958	7.482	-4.784
O	-45.055	-6.587	-5.358
O	-12.933	-4.184	-1.383
O	-20.812	-6.069	26.014
O	-7.223	-2.458	-4.213
O	-20.744	-1.165	26.145
O	-14.829	-1.461	-1.616
O	-11.013	-5.139	-5.832
O	-14.64	-0.305	-4.037
O	-11.183	-0.314	-3.599
O	-13.239	3.014	-6.173
O	-9.527	4.503	-1.463
O	-20.373	3.528	-1.383
O	-20.671	-6.083	-1.311
O	-22.197	0.596	24.921
O	-12.07	6.09	-1.144
O	3.534	-6.558	24.346
O	-9.657	-0.803	23.194
O	-8.575	5.486	-3.742
O	-16.739	-3.351	25.085
O	-16.455	2.761	22.069
O	-19.886	4.381	22.703
O	-16.219	5.691	-3.593
O	30.201	0.082	-6.665
O	-18.059	6.285	23.038
O	-17.147	6.632	-1.31
O	-18.261	4.583	-2.45
O	-21.276	0.491	-3.453
O	-36.211	-2.656	-6.66
O	-24.547	-2.636	-0.573
O	-34.603	4.792	24.9
O	-36.516	-0.358	25.724
O	-23.6	-6.799	24.713
O	-8.351	2.825	-5.979
O	-19.066	-2.795	-0.659
O	18.71	-7.988	-5.764
O	38.093	6.124	25.337
O	-5.384	-1.317	-2.945
O	-14.362	-6.688	23.087
O	-7.151	7.192	-1.218
O	-13.667	-0.05	22.189
O	-21.867	-5.485	-3.596
O	-16.308	-5.85	24.535
O	14.247	1.463	-3.849
O	-43.477	6.412	25.136
O	-22.403	4.857	25.05
O	-10.846	-5.543	-0.559
O	-19.973	-7.196	-4.139
O	-18.65	-1.27	-4.862
O	-14.784	3.495	-4.06
O	-21.764	2.664	22.07
O	-25.532	-6.23	23.019
O	-19.061	-8.062	-0.537
O	45.292	-4.528	-5.178
O	8.518	3.804	-6.644
O	-19.992	-0.969	22.97
O	-9.437	-2.098	25.486
O	38.007	-3.877	-2.89
O	-10.732	2.783	-6.955
O	-14.443	2.871	24.825
O	-24.347	-8.054	-3.502
O	-25.169	-4.828	25.249
O	-20.999	-0.562	-5.871
O	-21.866	5.478	-0.53
O	-8.612	4.963	25.371
O	-21.628	-6.356	-6.059
O	-26.599	-8.09	-4.777
O	-40.359	7.78	-5.951
O	5.998	0.501	-3.546
O	-15.169	4.383	-1.585
O	-11.94	7.727	-3.105
O	-11.161	5.177	-3.401
O	-13.669	5.766	-3.272
O	-1.238	-1.081	24.618
O	-47.634	4.702	-6.153
O	-14.503	-7.264	25.741
O	1.895	3.986	-3.979
O	-16.315	8.087	22.176
O	-25.723	-2.304	25.512
O	34.583	3.795	-3.932
O	3.11	-3.775	-5.968
O	-8.233	0.238	25.079
O	-16.262	-1.007	-5.93
O	-29.606	-1.444	-6.189
O	12.502	-4.73	25.436
O	-8.817	7.601	25.673
O	37.665	1.713	-4.822
O	20.712	4.248	23.943
O	-13.668	8.124	-0.521
O	32.878	6.911	-6.636
O	17.673	4.927	23.16
O	-24.525	5.298	22.242
O	46.767	-4.693	24.807
O	-12.016	-7.596	-5.538
O	4.507	6.601	-1.053
O	-18.721	-5.23	24.879
O	45.499	-7.018	-4.385
O	-7.714	6.807	-5.875
O	-22.602	6.767	23.149
O	22.461	-1.345	-1.047
O	-43.568	-5.771	-3.388
O	-31.001	3.172	25.088
O	-23.849	2.638	25.082
O	-7.225	2.256	-3.705
O	28.434	3.873	-4.096
O	-27.265	0.773	-3.638
O	-18.954	-5.35	22.002
O	12.08	6.766	24.362
O	-27.411	-0.348	25.284
O	6.791	2.143	-5.639
O	-23.142	-6.714	-1.606
O	-39.651	-4.611	22.992
O	-20.32	6.298	24.4
O	-44.146	5.48	-3.731
O	-0.191	7.322	-6.285
O	-31.68	-0.108	-5.787
O	-33.911	-2.129	-3.622
O	2.948	5.4	25.369
O	21.834	-1.425	-6.094
O	-15.481	-6.84	-5.797
O	2.901	-3.253	-3.426
O	-33.947	-3.737	-5.668
O	48.901	-2.968	25.163
O	31.256	-0.871	24.208
O	23.801	1.027	-3.336
O	16.922	-5.201	24.556
O	33.206	-5.235	24.219
O	-32.1	0.779	24.766
O	15.128	-7.287	-5.411
O	39.767	0.72	-3.514
O	-38.227	-5.533	-3.517
O	-22.297	7.443	25.651
O	21.598	-4.232	24.737
O	-18.91	-7.856	25.508
O	33.023	4.487	25.705
O	-38.064	-6.431	-6.035
O	-27.618	-4.026	24.875
O	32.726	5.601	-3.456
O	-28.667	7.949	-3.263
O	7.605	7.583	-3.442
O	-41.338	5.053	25.77
O	-40.19	-6.216	25.002
O	-11.195	-0.096	-6.177
O	46.854	4.516	25.128
O	5.93	0.445	25.541

Results
total energy: -609946.237 eV
total energy less fixed offsets of O -438.25, Si -107.07 eV per atom: -27.037 eV

Forces (eV/angstrom) on atoms 1374 to 2054 of the 3024, counted in the order above; the others are left out for length: element, x, y, z
Si	-0.001	-0.003	-0.001
Si	-0.004	-0.001	-0.006
Si	-0.003	0.011	-0.001
Si	-0.003	-0.008	0
Si	0.008	-0.005	-0.002
Si	-0.001	0.006	-0.002
Si	-0.005	-0.001	-0.003
Si	-0.006	-0.001	0.001
Si	-0.002	-0.009	0.002
Si	-0.004	0.003	0.001
Si	-0.007	0.004	-0.001
Si	0.003	0.001	-0.003
Si	0.006	0.009	0.004
Si	0	0.008	-0.005
Si	0.003	0	-0.003
Si	0.004	-0.004	0
Si	0	-0.001	0.001
Si	0.001	0.006	0.002
Si	0.001	0	0.002
Si	-0.001	0	0.001
Si	-0.001	-0.023	0
Si	-0.004	0.002	-0.004
Si	-0.005	0.004	0.001
Si	0.008	0.004	0.001
Si	-0.003	-0.007	-0.003
Si	0.004	0.003	0.005
Si	0.002	0.009	-0.001
Si	0.008	-0.002	0.002
Si	0.004	0	0
Si	-0.008	-0.005	0
Si	-0.001	-0.003	0.007
Si	0.014	-0.01	0
Si	0.001	-0.003	0.004
Si	-0.007	0.003	0.006
Si	0	-0.002	0.004
Si	0.005	0.002	0.006
Si	-0.007	0.004	0
Si	-0.011	-0.005	0
Si	-0.003	0.007	-0.001
Si	0	-0.002	0.005
Si	-0.008	0.003	0.001
Si	0.003	-0.003	-0.002
Si	0.009	0	0.003
Si	-0.011	0.017	0.002
Si	-0.006	-0.013	-0.002
Si	0.003	-0.003	0.002
Si	0.002	0.006	0.002
Si	0.001	0.003	0.001
Si	-0.004	0.004	0.008
Si	-0.002	0.005	0.003
Si	-0.002	0.005	0
Si	0.004	-0.013	0.004
Si	0.002	-0.003	0.003
Si	0.002	0.004	0.006
Si	0.004	-0.003	0.006
Si	0.01	0	0.005
Si	0.004	-0.004	0.003
Si	-0.003	0.004	-0.001
Si	0.007	0	0.002
Si	-0.001	0.009	-0.001
Si	-0.009	-0.002	0.007
Si	-0.004	0.007	0.011
Si	0.012	-0.001	-0.004
Si	-0.005	-0.002	0.008
Si	-0.008	0.002	0
Si	0.001	-0.008	0.003
Si	0.007	0	0.001
Si	0.217	-0.167	0.637
Si	0.154	-0.187	0.765
Si	-0.179	0.269	0.735
Si	0.082	-0.058	0.75
Si	-0.178	0.154	0.679
Si	-0.128	-0.041	0.721
Si	-0.172	0.157	0.678
Si	-0.075	-0.149	0.662
Si	-0.2	0.091	0.703
Si	-0.05	0.213	0.741
Si	0.217	-0.069	0.742
Si	0.102	-0.231	0.65
Si	-0.194	0.15	0.73
Si	-0.159	-0.057	0.759
Si	0.187	-0.033	0.697
Si	0.099	-0.208	0.701
Si	-0.259	0.07	0.684
Si	0.102	-0.047	0.792
Si	-0.005	0.001	-0.041
Si	0.016	0.005	-0.036
Si	0.01	-0.022	-0.044
Si	0.005	0.002	-0.066
Si	0.015	-0.006	-0.05
Si	0.022	0.027	-0.042
Si	0.006	-0.011	-0.043
Si	-0.016	0.004	-0.05
Si	0.008	-0.008	-0.063
Si	-0.03	0.012	-0.044
Si	0.023	0.002	-0.047
Si	0.038	0.006	-0.046
Si	0.019	-0.004	-0.078
Si	0.017	0.009	-0.059
Si	-0.024	-0.011	-0.058
Si	0.014	0.001	-0.053
Si	-0.008	-0.001	-0.042
Si	-0.009	0.002	-0.054
Si	0.012	-0.027	0.027
Si	-0.009	-0.013	0.018
Si	-0.005	0.024	0.023
Si	-0.008	0.018	0.052
Si	-0.007	-0.016	0.004
Si	0.004	0.008	0.01
Si	-0.004	0.001	0.01
Si	-0.007	0.014	0.035
Si	0	0.006	0.008
Si	-0.002	0.008	0.012
Si	-0.013	-0.015	0.032
Si	-0.014	-0.031	0.038
Si	-0.014	-0.023	-0.001
Si	-0.019	0.026	-0.012
Si	0.007	-0.012	0.015
Si	-0.006	-0.018	0.011
Si	-0.01	0.015	0.022
Si	-0.001	-0.003	0.054
Si	-0.019	0.013	-0.004
Si	0.006	-0.009	-0.012
Si	0.011	-0.01	0.012
Si	0.001	0	-0.014
Si	0.01	-0.015	0.017
Si	-0.012	0.017	-0.01
Si	0.027	-0.003	-0.01
Si	0.006	-0.006	0.004
Si	0	-0.018	0
Si	0.006	0.002	0
Si	-0.009	0.002	-0.023
Si	0.014	-0.009	-0.013
Si	-0.003	0.017	0.002
Si	0.019	0.002	0.019
Si	-0.009	-0.005	-0.022
Si	-0.02	-0.005	-0.018
Si	-0.018	-0.003	-0.005
Si	0.018	0.006	-0.027
Si	-0.01	-0.007	0.001
Si	-0.016	0.002	-0.011
Si	0.01	-0.009	-0.019
Si	0.012	0	-0.001
Si	-0.009	0.008	-0.008
Si	0.016	-0.002	-0.011
Si	-0.02	0.017	-0.002
Si	0.005	-0.006	-0.01
Si	-0.004	-0.012	0
Si	-0.001	0	-0.011
Si	0.003	0.007	-0.002
Si	0.004	0.005	-0.009
Si	-0.001	-0.02	-0.011
Si	-0.002	0.009	-0.004
Si	-0.003	-0.002	0
Si	0.02	0.005	0.004
Si	0.01	0	-0.002
Si	-0.011	-0.003	-0.012
Si	0	0.009	0.006
Si	0.01	0.01	0.008
Si	-0.013	-0.02	-0.006
Si	-0.014	-0.029	0.023
Si	0.004	-0.003	-0.002
Si	-0.01	-0.013	0.023
Si	0.013	-0.015	-0.003
Si	-0.018	0.001	0.009
Si	0.006	0.009	0.004
Si	0.003	0.006	-0.011
Si	0.007	-0.003	0.006
Si	0.01	-0.013	0.016
Si	0.001	0.001	-0.013
Si	0.012	-0.008	0.012
Si	-0.033	-0.007	-0.015
Si	-0.013	0.017	0.019
Si	0.003	0.001	0.01
Si	0.01	0.011	-0.005
Si	0.031	0.016	-0.018
Si	-0.015	0.008	-0.016
Si	-0.001	0.01	-0.035
Si	0.005	-0.004	-0.028
Si	-0.012	-0.014	-0.012
Si	-0.025	0.018	-0.04
Si	-0.006	0.005	-0.006
Si	0.004	0.012	-0.03
Si	0.035	-0.004	-0.038
Si	-0.03	0.023	0.004
Si	-0.002	0.005	-0.021
Si	-0.023	-0.012	-0.028
Si	-0.012	0.003	-0.039
Si	0.017	-0.013	-0.015
Si	0.016	-0.02	-0.002
Si	0.007	0.041	-0.045
Si	0.022	0.006	-0.023
Si	-0.025	-0.007	0.007
Si	0.01	-0.008	0.05
Si	-0.024	0.005	0.066
Si	-0.008	0.033	0.04
Si	0.01	-0.001	0.053
Si	-0.007	-0.046	0.058
Si	-0.004	0.02	0.055
Si	0.015	-0.002	0.045
Si	0.007	0.012	0.04
Si	0	-0.027	0.066
Si	-0.002	-0.012	0.05
Si	-0.004	0.004	0.031
Si	0.007	0.002	0.044
Si	0.004	-0.007	0.05
Si	-0.001	-0.009	0.04
Si	-0.012	-0.007	0.064
Si	-0.008	0.005	0.057
Si	0.004	0.001	0.06
Si	-0.02	-0.007	0.073
Si	-0.062	-0.28	-0.709
Si	0.021	0.248	-0.714
Si	0.288	0.078	-0.683
Si	-0.141	-0.071	-0.746
Si	0.031	0.297	-0.658
Si	-0.101	-0.142	-0.701
Si	0.259	0.149	-0.736
Si	-0.04	-0.13	-0.723
Si	-0.204	-0.141	-0.715
Si	0.072	0.124	-0.743
Si	0.197	0.077	-0.714
Si	-0.175	-0.143	-0.729
Si	0.215	0.09	-0.692
Si	-0.221	-0.083	-0.752
Si	0.081	0.19	-0.771
Si	-0.105	-0.118	-0.774
Si	-0.33	-0.338	-0.624
Si	0.337	0.222	-0.656
Si	-0.11	0.023	-0.143
Si	0.066	0.035	-0.037
Si	0.013	0.039	0.101
Si	0.105	0.051	0.034
Si	0.026	-0.137	-0.032
Si	-0.004	0.088	-0.186
Si	-0.008	0.146	-0.011
Si	-0.005	0.021	0.036
Si	0.044	0.045	0.037
Si	0.047	-0.031	0.021
Si	-0.091	0.022	-0.153
Si	-0.051	-0.091	-0.045
Si	-0.009	0.01	-0.058
Si	-0.02	0.032	-0.072
Si	0.055	-0.019	0.153
Si	0.071	0.005	-0.184
Si	-0.011	-0.152	-0.029
Si	-0.06	-0.096	-0.159
Si	-0.08	0.035	0.032
Si	-0.237	-0.043	-0.05
Si	0.042	-0.073	0.008
Si	0.012	0.017	0.011
Si	-0.052	-0.011	0.165
Si	0.043	-0.009	-0.119
Si	-0.036	-0.014	-0.122
Si	0.122	-0.048	0.067
Si	0.069	-0.138	-0.069
Si	-0.087	0.041	-0.009
Si	-0.177	0.007	0.053
Si	-0.032	-0.025	0.026
Si	0.087	-0.002	-0.044
Si	0.076	-0.063	0.173
Si	0.046	0.072	0.05
Si	-0.12	-0.09	0.104
Si	0.083	0.021	0.163
Si	-0.037	-0.034	-0.005
Si	-0.086	-0.094	0.077
Si	-0.112	-0.064	-0.052
Si	-0.02	-0.006	-0.164
Si	0.099	0.071	-0.011
Si	0.016	-0.033	-0.028
Si	-0.086	-0.045	-0.012
Si	0.018	0.091	0.027
Si	-0.06	0.024	-0.054
Si	0.107	-0.133	0.096
Si	0.062	-0.026	-0.067
Si	0.024	0.078	0.136
Si	-0.165	-0.048	0.049
Si	0.044	-0.004	-0.002
Si	0.06	-0.012	0.029
Si	0.148	-0.038	0.15
Si	0.03	-0.02	-0.195
Si	-0.034	-0.026	-0.081
Si	0.13	-0.017	0.013
Si	0.009	0.003	0.003
Si	-0.012	0.016	0.01
Si	-0.002	0.002	0.001
Si	-0.004	0.014	0.007
Si	0.005	0.004	0.015
Si	0	-0.005	0.005
Si	-0.01	0.01	0.003
Si	-0.005	0.001	0.014
Si	-0.007	-0.004	0.006
Si	-0.007	0.001	-0.005
Si	0.007	-0.003	0.001
Si	0.011	-0.007	0.016
Si	-0.002	-0.012	-0.001
Si	-0.004	-0.001	0.009
Si	-0.006	0.005	-0.002
Si	-0.009	-0.001	0.013
Si	0.002	0.009	0.007
Si	-0.005	0.003	0.011
Si	0.006	0.001	-0.002
Si	0.012	-0.007	0.005
Si	0.012	-0.01	-0.008
Si	-0.005	0.002	-0.001
Si	-0.005	-0.006	-0.004
Si	-0.003	0.008	-0.004
Si	0.012	0.001	0
Si	-0.005	0.006	-0.007
Si	-0.001	0	0.002
Si	-0.004	0.004	-0.007
Si	0	-0.001	-0.003
Si	0.004	-0.003	0.006
Si	0.002	0.012	-0.006
Si	-0.007	-0.006	-0.002
Si	-0.01	0.011	-0.007
Si	0.005	-0.001	-0.004
Si	0	-0.002	-0.003
Si	0.003	0.005	-0.004
Si	0	0.005	-0.001
Si	-0.009	-0.014	-0.005
Si	-0.004	-0.001	-0.007
Si	0	0.011	0.002
Si	-0.002	-0.004	-0.001
Si	0.003	0.004	-0.003
Si	0.005	0.012	-0.002
Si	0.008	0.006	0.002
Si	-0.004	-0.001	-0.005
Si	-0.009	-0.002	-0.003
Si	-0.002	-0.007	0.001
Si	-0.015	-0.005	-0.003
Si	-0.006	-0.011	-0.004
Si	0	0.001	-0.011
Si	0.001	-0.009	0.005
Si	-0.007	-0.004	0.004
Si	0.007	0.012	0.005
Si	0	0	0.002
Si	-0.001	0.005	-0.001
Si	-0.002	0.003	0.002
Si	-0.005	0.002	-0.002
Si	0.01	-0.004	0
Si	0.009	0.006	-0.005
Si	-0.005	0.001	-0.007
Si	0.001	0.003	-0.001
Si	-0.002	-0.008	0.001
Si	-0.005	-0.004	-0.001
Si	0.001	-0.001	0
Si	-0.002	0	0.001
Si	0.01	0.003	0
Si	0.004	-0.002	-0.002
Si	0.003	0	0
Si	-0.01	0.006	0
Si	-0.005	0.005	-0.001
Si	-0.002	0	-0.005
Si	0.01	-0.011	0.002
Si	0.003	0.002	-0.001
Si	-0.003	0.003	0
Si	-0.002	-0.009	-0.002
Si	-0.002	0	-0.001
Si	-0.012	-0.003	0
Si	0	0.006	0
Si	-0.005	-0.003	0
Si	0	0.005	0
Si	-0.006	-0.005	0.001
Si	-0.004	-0.006	0.005
Si	0	0	0.003
Si	-0.003	0.003	0.001
Si	-0.008	0.004	0.002
Si	-0.001	-0.001	0.003
Si	-0.002	0.004	0.002
Si	0.004	-0.003	0
Si	0.005	0.001	0.003
Si	0.005	0.003	0.002
Si	-0.005	-0.003	-0.003
Si	0	-0.003	0.002
Si	0.001	-0.007	0.001
Si	-0.009	-0.004	0.001
Si	0.006	0.005	-0.001
Si	-0.002	-0.004	0.001
Si	0.003	0.014	0.002
Si	0	-0.007	0.001
Si	-0.003	-0.001	-0.006
Si	-0.006	0.002	0
Si	0.005	0.009	-0.004
Si	-0.002	-0.005	0.001
Si	0.007	-0.006	-0.001
Si	-0.003	0.005	0.003
Si	0.004	0.006	-0.001
Si	0.006	0.004	-0.001
Si	-0.005	0.005	-0.007
Si	0.004	-0.001	0.001
Si	0.016	-0.007	-0.001
Si	-0.007	0.003	0.002
Si	-0.013	0.008	0.002
Si	0.011	-0.008	0.004
Si	-0.001	0.002	0.006
Si	-0.01	0.008	0
Si	-0.004	-0.009	0.002
Si	-0.013	0.007	0.002
Si	-0.001	-0.008	0.003
Si	-0.008	0.004	0.011
Si	-0.008	0.011	-0.002
Si	0.008	0	0.006
Si	-0.006	0.005	0.005
Si	0	-0.006	0.003
Si	0.006	-0.01	0.005
Si	0.004	0.005	-0.001
Si	0.008	-0.008	0
Si	-0.004	0.003	0.006
Si	0	0	0.001
Si	-0.005	0.001	0.001
Si	0.004	-0.01	0.005
Si	-0.002	0.001	0.006
Si	-0.001	0.008	0.003
Si	0.006	0	0.011
Si	0.01	0.008	0
Si	0	0.001	-0.001
Si	-0.006	-0.005	0.005
Si	0.01	-0.001	0.008
Si	-0.006	0.002	0.002
Si	-0.01	-0.014	0.003
Si	-0.006	-0.001	0.004
Si	0.005	0.003	0.004
Si	-0.001	0.011	-0.002
Si	-0.009	0.005	0.003
Si	0.004	0.005	-0.004
Si	0	-0.002	-0.003
Si	0.125	-0.116	0.77
Si	0.147	-0.111	0.709
Si	-0.186	0.157	0.725
Si	0.127	0.004	0.688
Si	-0.16	0.164	0.702
Si	-0.038	0.242	0.697
Si	-0.221	0.056	0.708
Si	0.185	-0.009	0.661
Si	-0.19	0.05	0.697
Si	-0.1	0.151	0.752
Si	0.203	-0.083	0.703
Si	0.039	-0.225	0.697
Si	-0.058	0.147	0.778
Si	-0.181	0.192	0.654
Si	0.266	-0.031	0.767
Si	0.034	-0.166	0.696
Si	-0.207	0.045	0.666
Si	0.2	-0.151	0.686
Si	-0.003	-0.014	-0.044
Si	0.001	-0.004	-0.023
Si	-0.001	-0.013	-0.026
Si	-0.014	0.015	-0.041
Si	-0.003	-0.03	-0.049
Si	-0.01	-0.015	-0.057
Si	-0.006	-0.027	-0.043
Si	-0.01	0.016	-0.047
Si	0.018	0.007	-0.063
Si	-0.018	0.017	-0.027
Si	0.006	0.002	-0.051
Si	0.007	0.002	-0.026
Si	0.003	-0.024	-0.015
Si	0.005	-0.009	-0.064
Si	-0.016	0.008	-0.068
Si	0.014	-0.018	-0.049
Si	0.006	0.037	-0.037
Si	-0.008	0.004	-0.062
Si	-0.005	0.002	0.022
Si	0.004	-0.015	0.022
Si	0.004	0.026	0.021
Si	0.019	0.013	0.034
Si	-0.011	0.006	-0.01
Si	0.017	0.017	0.006
Si	-0.02	0.012	0.024
Si	0.024	0.021	0.034
Si	0.004	0.003	0.011
Si	0.001	0.01	0.006
Si	0.006	-0.02	0.011
Si	-0.014	0.006	0.011
Si	0.004	-0.014	0.006
Si	0.007	0.003	0.012
Si	-0.008	-0.013	0.019
Si	-0.018	-0.02	0.013
Si	0.005	-0.004	0.011
Si	0	0.002	0.03
Si	0.01	-0.02	-0.009
Si	-0.014	0.012	-0.012
Si	-0.003	0.001	0.017
Si	0.016	-0.005	-0.001
Si	0.014	-0.003	0.015
Si	-0.001	0.002	0.001
Si	-0.009	0.002	0.009
Si	0.008	0.001	-0.003
Si	-0.005	-0.008	0.005
Si	-0.001	-0.003	0.007
Si	-0.01	0.002	-0.016
Si	-0.014	0.001	-0.015
Si	-0.016	0.001	0.021
Si	0.004	0.007	-0.01
Si	0.003	-0.001	-0.012
Si	0.006	-0.007	-0.024
Si	0.003	-0.004	0.002
Si	0.004	0.028	-0.022
Si	-0.011	0.001	0.003
Si	0.004	0.009	-0.01
Si	0.005	0	-0.006
Si	0.022	-0.009	-0.009
Si	-0.012	0.003	-0.008
Si	0.017	0.003	-0.013
Si	-0.019	0.008	-0.004
Si	0.002	-0.001	-0.007
Si	-0.001	-0.011	-0.012
Si	0.004	0.004	-0.008
Si	0.002	0.008	-0.009
Si	-0.009	0.002	0.001
Si	0.001	-0.026	0.002
Si	0.008	0.016	-0.005
Si	-0.003	-0.01	0.001
Si	0.002	0.005	0.001
Si	0.003	-0.001	0.003
Si	-0.011	-0.021	-0.004
Si	-0.003	0.007	-0.007
Si	-0.011	0.01	-0.007
Si	-0.006	-0.007	-0.012
Si	-0.019	-0.015	0.01
Si	0.015	0.003	-0.021
Si	-0.01	-0.015	0.014
Si	0.009	-0.01	-0.008
Si	-0.004	0.013	0.014
Si	0.001	-0.001	0.009
Si	0.004	0.003	0.001
Si	-0.023	0.001	0.004
Si	0.011	0.012	0.01
Si	-0.007	0.006	-0.008
Si	0.001	-0.016	0.019
Si	-0.013	0.001	-0.018
Si	0.001	0.013	0.015
Si	0.022	0.008	0.01
Si	0.015	0.012	-0.007
Si	0.011	-0.004	-0.031
Si	0.005	-0.009	-0.014
Si	-0.014	0.009	-0.018
Si	0.017	-0.014	-0.011
Si	-0.019	-0.006	-0.006
Si	0.015	0.015	-0.022
Si	-0.007	-0.008	-0.014
Si	0.005	-0.016	-0.023
Si	0.013	-0.02	-0.023
Si	-0.032	0.022	0.002
Si	0.006	0.015	-0.008
Si	-0.001	-0.015	-0.031
Si	-0.027	-0.012	-0.03
Si	0.026	-0.004	-0.021
Si	0.028	-0.011	-0.001
Si	-0.018	0.018	-0.024
Si	0.001	-0.034	-0.026
Si	0.006	-0.004	-0.002
Si	0.012	0.008	0.048
Si	-0.028	0.003	0.064
Si	-0.005	0.021	0.051
Si	-0.006	0.006	0.055
Si	-0.006	-0.031	0.048
Si	-0.002	0.034	0.058
Si	-0.024	0.018	0.053
Si	0.019	-0.017	0.024
Si	-0.03	0.019	0.06
Si	-0.001	0.024	0.079
Si	-0.001	0.018	0.036
Si	-0.021	-0.012	0.038
Si	0.016	-0.014	0.037
Si	0.002	0	0.004
Si	-0.011	0.009	0.061
Si	0.027	0.016	0.059
Si	0.009	0.032	0.044
Si	-0.021	0.009	0.055
Si	-0.153	-0.097	-0.713
Si	0.105	0.15	-0.756
Si	0.228	0.049	-0.691
Si	-0.135	-0.29	-0.749
Si	0.056	0.198	-0.695
Si	-0.044	-0.33	-0.679
Si	0.331	0.135	-0.714
Si	-0.056	-0.156	-0.635
Si	-0.156	0.046	-0.649
Si	0.084	0.237	-0.769
Si	0.037	0.196	-0.754
Si	-0.256	-0.077	-0.759
Si	0.095	0.117	-0.771
Si	-0.022	-0.121	-0.733
Si	0.025	0.082	-0.759
Si	-0.19	-0.107	-0.761
Si	-0.366	-0.319	-0.638
Si	0.247	0.052	-0.785
Si	0.085	0.011	-0.146
Si	0.134	0.038	-0.035
Si	-0.102	-0.103	-0.003
Si	0.078	0.013	0.106
Si	0.057	0.002	-0.146
Si	0.046	-0.024	-0.169
Si	-0.023	-0.068	-0.099
Si	0.008	-0.064	0.065
Si	0.172	0.074	0.101
Si	0.058	0.018	-0.093
Si	0.033	0.078	-0.192
Si	-0.017	0.061	-0.194
Si	0.026	0.03	0.09
Si	-0.018	-0.012	-0.114
Si	0.097	0.027	0.092
Si	-0.027	-0.113	-0.179
Si	0.077	0.092	0.024
Si	0.087	-0.008	-0.211
Si	-0.051	0.039	0.085
Si	-0.112	0.102	-0.03
Si	0.021	-0.04	0.109
Si	-0.077	0.044	0.097
Si	0	0.017	-0.103
Si	-0.012	0.024	-0.002
Si	-0.005	-0.012	0.052
Si	0.013	0.026	0.071
Si	-0.004	0.136	0.082
Si	-0.004	0.035	-0.08
Si	-0.172	-0.017	0.062
Si	0.022	-0.003	-0.081
Si	0.043	0.015	0.067
Si	0.038	-0.107	0.173
Si	0.014	-0.025	0.109
Si	-0.002	-0.048	0.096
Si	-0.017	0.056	0.022
Si	-0.032	-0.067	-0.108
Si	-0.065	0.013	0.119
Si	-0.113	-0.08	-0.098
Si	-0.061	-0.018	-0.145
Si	-0.012	-0.01	0.077
Si	0.096	-0.046	-0.026
Si	-0.033	0.1	-0.142
Si	0.085	0.151	0.039
Si	-0.05	0.091	0.069
Si	0.042	-0.15	0.012
Si	-0.07	0.044	-0.015
Si	-0.043	0.054	0.141
Si	0.039	-0.046	0.081
Si	0.03	-0.039	0.001
Si	-0.043	0.102	0.066
Si	0.048	-0.017	0.045
Si	0.153	0.042	0.1
Si	-0.08	-0.049	-0.025
Si	-0.042	-0.087	-0.088
Si	0.007	0.005	-0.005
Si	0.006	0.004	-0.001
Si	0.011	-0.006	-0.002
Si	-0.009	-0.001	0.012
Si	0.002	-0.004	0.002
Si	0.002	0.009	0.005
Si	-0.002	0	-0.002
Si	-0.003	0.018	0.007
Si	0	-0.006	0.011
Si	-0.004	0.013	0.005
Si	0.003	-0.01	-0.001
Si	0.008	0.006	0.01
Si	0.003	-0.008	0.002
Si	-0.007	-0.008	-0.001
Si	0.005	-0.003	-0.006
Si	-0.008	-0.005	0.014
Si	-0.016	-0.002	0
Si	-0.009	0.005	0.001
Si	0.001	-0.005	0.001
Si	-0.002	0.002	-0.003
Si	0.005	0.001	0.005
Si	-0.002	0.003	0.001
Si	0.009	-0.007	-0.002
Si	-0.005	-0.003	-0.003
Si	0.005	-0.001	-0.007
Si	-0.002	-0.008	0.001
Si	0.001	-0.007	-0.002
Si	0.002	-0.002	-0.001
Si	0.004	0.003	-0.014
Si	0.004	-0.008	-0.004
Si	-0.005	0.006	0.002
Si	0.008	0.005	0
Si	0	0.01	-0.005
Si	-0.004	0.002	-0.002
Si	0	-0.004	-0.002
Si	0.003	0.009	0
Si	-0.005	-0.006	0.001
Si	-0.011	-0.007	-0.004
